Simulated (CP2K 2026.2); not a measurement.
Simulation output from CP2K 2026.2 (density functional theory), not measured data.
Periodic cell of 1182 atoms, Si850O332, from a study of silicon, its oxide and their interface. The atomic structure is a simulated model.
Doubt: the forces sum to 2.22 eV/angstrom along one axis rather than to zero, so they err by at least 0.0019 eV/angstrom per atom on average; the grid cutoff is modest.

Settings
functional: PBE
method: Gaussian and plane waves
basis set: DZVP-MOLOPT-SR-GTH
pseudopotentials: GTH-PBE
grid cutoff: 350 Ry, relative cutoff 50 Ry
k points: Gamma only
occupations: fixed
spin: none
net charge: 0

Cell vectors (angstrom)
a  16.4025  0  0
b  0  32.805  0
c  0  0  40.091

Atoms: element, x, y, z (angstrom)
Si  0.4955  32.6154  0.2019
Si  2.848  2.7279  0.55
Si  0.668  4.8556  40.0708
Si  2.6631  8.1535  0.1349
Si  0.4578  10.4339  0.0035
Si  2.0022  13.6976  39.7396
Si  0.4234  15.6398  39.8842
Si  2.8997  18.3817  39.3957
Si  16.1315  22.1722  39.9799
Si  2.6287  24.857  0.0603
Si  0.4904  27.1027  39.8613
Si  2.6839  30.4074  0.2363
Si  4.9053  0.4571  0.3529
Si  8.0066  2.6073  40.013
Si  5.9748  4.9582  0.2021
Si  8.8708  7.2917  39.742
Si  5.3327  11.1864  40.0489
Si  8.4153  13.4743  0.3351
Si  6.7729  16.1107  39.758
Si  8.1852  19.7543  0.0296
Si  5.6791  21.6095  39.7064
Si  8.1735  24.7563  0.0419
Si  6.0259  27.1193  0.0624
Si  8.3084  30.0329  0.3543
Si  11.2333  32.6093  0.1023
Si  13.3557  2.8319  40.0757
Si  11.0991  5.0452  0.1655
Si  13.6908  7.1826  39.4712
Si  10.1148  11.6781  40.0006
Si  13.806  13.1123  39.8593
Si  10.7292  16.2439  0.1755
Si  13.2983  19.2701  40.078
Si  11.2201  21.663  0.0071
Si  14.0111  24.4661  40.0064
Si  10.5155  27.8177  39.8329
Si  13.4626  30.3659  0.0638
Si  1.4475  1.3328  1.7282
Si  4.3192  4.0903  1.6784
Si  1.4717  6.601  1.4279
Si  4.1353  9.5752  1.3384
Si  1.3068  12.1337  1.3433
Si  4.2771  15.0343  1.4153
Si  1.3827  17.4838  0.9667
Si  4.1257  20.1793  0.8069
Si  1.4006  23.2058  1.2386
Si  4.2121  26.071  1.2923
Si  1.4693  28.7013  1.3079
Si  4.0718  31.5515  1.6987
Si  6.8047  1.3564  1.4785
Si  9.5778  3.7965  1.3894
Si  7.149  6.6638  1.3101
Si  9.5777  9.4658  0.876
Si  6.8513  12.1913  1.4524
Si  9.5742  14.9195  1.6882
Si  7.2405  17.8035  1.2325
Si  9.6775  20.6899  1.5321
Si  6.8243  23.1601  1.1729
Si  9.7028  26.0382  1.2489
Si  6.9084  28.6871  1.5839
Si  9.6394  31.5366  1.5119
Si  12.3411  1.3649  1.49
Si  15.1854  3.9899  1.2051
Si  12.3955  6.5858  1.2766
Si  15.1312  9.413  1.247
Si  12.0967  12.2558  1.2117
Si  15.0808  14.7145  1.1403
Si  12.2118  17.6944  1.3685
Si  15.0443  20.4287  1.1433
Si  12.457  23.2662  1.2655
Si  15.2296  26.0205  1.169
Si  12.3027  28.6921  1.2019
Si  15.1463  31.456  1.3602
Si  16.374  2.7136  2.8442
Si  2.7624  0.0122  3.0873
Si  0.0285  8.0535  2.7271
Si  2.8877  5.465  2.898
Si  16.3519  13.496  2.6991
Si  2.7725  10.8768  2.7375
Si  0.0555  18.9838  2.4078
Si  2.7574  16.3832  2.5947
Si  0.1008  24.6154  2.6294
Si  2.8082  21.6684  2.3836
Si  0.0437  30.0076  2.7083
Si  2.8658  27.4077  2.702
Si  5.6039  2.6935  2.985
Si  8.2221  0.0295  2.8293
Si  5.6271  8.1564  2.6067
Si  8.3708  5.3377  2.7835
Si  5.515  13.578  2.8011
Si  8.2619  10.6986  2.6182
Si  5.5134  19.0195  2.4427
Si  8.2638  16.4207  2.8504
Si  5.4939  24.547  2.5886
Si  8.1843  21.956  2.7262
Si  5.5223  30.1003  2.8402
Si  8.332  27.2863  2.7823
Si  10.9518  2.6219  2.8533
Si  13.8023  0.0203  2.7656
Si  11.016  8.1894  2.4623
Si  13.8261  5.3682  2.6703
Si  11.0476  13.5883  2.8504
Si  13.5873  10.8044  2.5138
Si  10.9322  19.0964  2.7695
Si  13.7133  16.2477  2.5496
Si  11.0665  24.6368  2.5998
Si  13.7578  21.8144  2.6269
Si  11.0312  30.0532  2.7405
Si  13.7577  27.3259  2.5393
Si  1.4251  4.0773  4.1655
Si  4.182  1.3781  4.3383
Si  1.3951  9.4773  4.0782
Si  4.2633  6.8849  4.122
Si  1.389  14.9612  3.9875
Si  4.1243  12.2367  4.1367
Si  1.4043  20.3975  3.8285
Si  4.1345  17.7414  3.9651
Si  1.4705  25.9741  4.014
Si  4.0984  23.116  3.8816
Si  1.3426  31.349  4.2182
Si  4.1556  28.7218  4.1626
Si  6.9719  4.1045  4.2556
Si  9.5897  1.3203  4.2434
Si  6.9137  9.4649  4.0808
Si  9.7331  6.8252  4.0115
Si  6.854  15.0045  4.1278
Si  9.5923  12.1593  4.0399
Si  6.8097  20.4526  3.9445
Si  9.6109  17.7731  4.1864
Si  6.8812  25.8867  4.0522
Si  9.6354  23.3049  4.0148
Si  6.9061  31.4312  4.1891
Si  9.6625  28.6901  4.1466
Si  12.3819  4.0654  4.0835
Si  15.065  1.3527  4.229
Si  12.3126  9.4793  3.9897
Si  15.0814  6.7442  4.1308
Si  12.4157  15.0034  4.1026
Si  14.9639  12.1428  4.0175
Si  12.3617  20.4838  4.0371
Si  15.0894  17.6836  3.8808
Si  12.423  25.9711  3.9849
Si  15.1161  23.2226  3.9894
Si  12.4071  31.422  4.1095
Si  15.0494  28.6567  4.0369
Si  0.003  0.0233  16.363
Si  2.7432  2.7591  16.3703
Si  0.0071  5.4926  16.36
Si  2.7353  8.2371  16.3581
Si  16.3935  11.001  16.3781
Si  2.727  13.7316  16.3827
Si  16.3841  16.4509  16.3964
Si  2.706  19.1606  16.3962
Si  16.3738  21.8662  16.4066
Si  2.7177  24.6002  16.3887
Si  0.0091  27.3445  16.383
Si  2.7406  30.0903  16.3679
Si  5.4761  0.0218  16.3759
Si  8.194  2.7443  16.3855
Si  5.4677  5.4923  16.3626
Si  8.1968  8.2509  16.3753
Si  5.4749  10.9991  16.3781
Si  8.2053  13.7423  16.3794
Si  5.4539  16.4601  16.387
Si  8.1944  19.1678  16.3908
Si  5.4434  21.8743  16.3883
Si  8.1982  24.5978  16.3731
Si  5.4607  27.3311  16.3634
Si  8.2129  30.0879  16.3663
Si  10.9432  0.0169  16.369
Si  13.6761  2.7558  16.3644
Si  10.9222  5.4968  16.3773
Si  13.6573  8.2467  16.3708
Si  10.9367  11.0093  16.3743
Si  13.6615  13.7393  16.389
Si  10.9332  16.4672  16.3961
Si  13.6508  19.1647  16.3964
Si  10.9221  21.8744  16.3814
Si  13.6756  24.6035  16.3873
Si  10.951  27.3471  16.3634
Si  13.6775  30.0898  16.3709
Si  1.3507  1.4106  17.7252
Si  4.1139  4.1233  17.7385
Si  1.3727  6.8594  17.7156
Si  4.099  9.6103  17.7109
Si  1.3481  12.3786  17.7474
Si  4.067  15.1184  17.757
Si  1.3295  17.8182  17.7837
Si  4.0546  20.5335  17.7705
Si  1.3285  23.2531  17.7603
Si  4.0787  25.9885  17.7423
Si  1.3617  28.7442  17.7373
Si  4.0877  31.4813  17.7317
Si  6.8276  1.3846  17.7668
Si  9.5474  4.1308  17.7398
Si  6.8206  6.8692  17.7228
Si  9.5589  9.6418  17.7231
Si  6.8339  12.3848  17.7444
Si  9.5521  15.119  17.7614
Si  6.8105  17.8267  17.7678
Si  9.5479  20.535  17.7738
Si  6.8076  23.2525  17.7443
Si  9.5776  25.981  17.7128
Si  6.8226  28.7236  17.7026
Si  9.5688  31.471  17.7378
Si  12.3016  1.3979  17.725
Si  15.0357  4.1325  17.7218
Si  12.2818  6.8778  17.7298
Si  15.0107  9.6316  17.7256
Si  12.287  12.3851  17.7549
Si  14.9991  15.1171  17.7783
Si  12.279  17.836  17.7935
Si  14.9982  20.5136  17.7968
Si  12.2925  23.2392  17.742
Si  15.0341  25.9904  17.753
Si  12.2958  28.7407  17.7324
Si  15.0247  31.4855  17.7324
Si  16.3934  2.777  19.1035
Si  2.7215  0.067  19.0892
Si  16.3815  8.2313  19.0403
Si  2.7396  5.4915  19.0895
Si  16.3864  13.7603  19.1258
Si  2.7237  10.9741  19.0582
Si  16.3467  19.1435  19.1871
Si  2.6963  16.467  19.1587
Si  16.377  24.622  19.1429
Si  2.6627  21.8836  19.1418
Si  0.0028  30.1414  19.0897
Si  2.7198  27.3788  19.1046
Si  5.4653  2.7681  19.1381
Si  8.201  0.0127  19.1292
Si  5.4498  8.2354  19.0798
Si  8.161  5.4955  19.0992
Si  5.4687  13.7753  19.0962
Si  8.2099  11.0164  19.1
Si  5.4247  19.1793  19.1401
Si  8.1864  16.483  19.1443
Si  5.4393  24.6238  19.1099
Si  8.1543  21.8918  19.1303
Si  5.4518  30.0906  19.0632
Si  8.2144  27.3751  19.0436
Si  10.9257  2.759  19.0817
Si  13.6652  0.0557  19.1093
Si  10.9034  8.2564  19.0795
Si  13.65  5.4932  19.0695
Si  10.9342  13.7744  19.1236
Si  13.6455  10.999  19.1057
Si  10.9089  19.1979  19.1798
Si  13.6445  16.4892  19.1803
Si  10.9397  24.6257  19.0883
Si  13.6145  21.881  19.1564
Si  10.9453  30.1256  19.1076
Si  13.6763  27.3947  19.0935
Si  1.3738  4.1354  20.4646
Si  4.0544  1.429  20.4914
Si  1.3557  9.5767  20.3923
Si  4.0916  6.8603  20.4618
Si  1.2841  15.1553  20.5465
Si  4.0781  12.3792  20.3803
Si  1.2855  20.5327  20.5425
Si  4.0702  17.8239  20.5325
Si  1.3349  26.0384  20.4834
Si  4.0325  23.2772  20.4741
Si  1.3376  31.5431  20.4553
Si  4.0769  28.7741  20.4592
Si  6.8214  4.148  20.5257
Si  9.5721  1.4113  20.4744
Si  6.8221  9.6179  20.4146
Si  9.5025  6.9059  20.4284
Si  6.8067  15.1429  20.5168
Si  9.5656  12.4092  20.4765
Si  6.76  20.5549  20.5213
Si  9.5023  17.8697  20.5456
Si  6.8351  26.0389  20.3963
Si  9.5445  23.2802  20.4432
Si  6.8309  31.3974  20.4555
Si  9.5522  28.7475  20.4285
Si  12.2595  4.1547  20.44
Si  14.9976  1.4537  20.486
Si  12.2618  9.619  20.4585
Si  15.0179  6.8712  20.4031
Si  12.2363  15.1716  20.539
Si  15.0235  12.3759  20.4613
Si  12.2613  20.5483  20.5947
Si  14.9928  17.8105  20.6333
Si  12.3111  26.012  20.4324
Si  14.981  23.254  20.5057
Si  12.302  31.5087  20.4931
Si  15.0265  28.8012  20.4522
Si  0.028  0.1571  21.8515
Si  2.7318  2.8347  21.9201
Si  16.3788  5.5186  21.7672
Si  2.6639  8.1943  21.7877
Si  16.3961  10.9271  21.7406
Si  2.6965  13.713  21.7392
Si  16.3445  16.4647  22.0783
Si  2.6536  19.1478  21.8889
Si  16.245  21.8385  21.9086
Si  2.7249  24.6976  21.8423
Si  16.344  27.4232  21.8341
Si  2.6609  30.1433  21.8052
Si  5.4262  32.7779  21.7435
Si  8.2698  2.8128  21.866
Si  5.4326  5.5294  21.9093
Si  8.1166  8.228  21.8175
Si  5.4709  11.041  21.7056
Si  8.1986  13.7822  21.8562
Si  5.4575  16.5111  21.9278
Si  8.0851  19.1953  21.9415
Si  5.3483  21.903  21.8736
Si  8.2335  24.7276  21.7469
Si  5.5369  27.4479  21.7623
Si  8.1603  30.0092  21.8737
Si  10.8845  0.0251  21.8696
Si  13.5842  2.806  21.8584
Si  10.8802  5.5536  21.7604
Si  13.6194  8.1803  21.7668
Si  10.9018  11.0067  21.8293
Si  13.6809  13.8017  21.8068
Si  10.8554  16.549  21.9564
Si  13.6147  19.1774  22.0309
Si  10.8301  21.9441  21.8985
Si  13.6585  24.6847  21.8464
Si  10.9813  27.4358  21.7496
Si  13.7511  30.222  21.8555
Si  1.2887  1.5655  23.2905
Si  4.1041  4.1637  23.3445
Si  1.3489  6.7762  23.2404
Si  4.0531  9.6761  22.9762
Si  1.327  12.3351  23.0745
Si  4.0926  14.9916  23.1158
Si  1.3731  17.8841  23.454
Si  3.9569  20.4982  23.3151
Si  1.201  23.3391  23.0968
Si  4.1792  26.1625  23.1448
Si  1.2416  28.8536  23.2003
Si  4.0449  31.4732  23.1836
Si  6.8689  1.2754  23.037
Si  9.6119  4.2879  23.2778
Si  6.7823  6.8967  23.294
Si  9.4492  9.628  23.1665
Si  6.8671  12.3153  23.1379
Si  9.4494  15.2065  23.3072
Si  6.7434  17.9066  23.4708
Si  9.3858  20.6093  23.3295
Si  6.7331  23.4443  23.0308
Si  9.5979  26.134  23.1249
Si  6.8309  28.6406  23.3434
Si  9.5129  31.3845  23.2059
Si  12.2091  1.4271  23.269
Si  14.9564  4.2694  23.1595
Si  12.2331  6.853  23.1644
Si  15.063  9.496  23.0642
Si  12.3802  12.3901  23.1265
Si  14.8946  15.0492  23.4612
Si  12.1951  17.8663  23.4273
Si  14.9413  20.5102  23.505
Si  12.2284  23.3619  23.1867
Si  14.9927  26.0938  23.2474
Si  12.3895  28.7743  23.1257
Si  15.0927  31.668  23.2766
Si  16.2014  2.9748  24.6303
Si  2.7181  0.1688  24.5378
Si  0.0106  8.2251  24.509
Si  2.6173  5.4496  24.8466
Si  16.3698  13.4866  24.6044
Si  2.7914  11.0873  24.3399
Si  0.0907  19.2888  25.0085
Si  2.7835  16.27  24.5454
Si  16.3984  24.736  24.5326
Si  2.5292  21.9899  24.3983
Si  16.3959  30.2837  24.7197
Si  2.6752  27.4316  24.3791
Si  5.6763  2.6977  24.3976
Si  7.9476  32.5422  24.5303
Si  5.2228  8.3221  24.4071
Si  8.1578  5.5831  24.7281
Si  5.5934  13.7642  24.4517
Si  8.0143  10.8652  24.6161
Si  5.3622  19.3408  24.9123
Si  8.1313  16.5127  24.9392
Si  5.5219  24.7746  24.5206
Si  7.9184  22.1345  24.5202
Si  5.2523  29.9108  24.6196
Si  8.3413  27.2685  24.7596
Si  10.937  2.911  24.6914
Si  13.7263  0.2515  24.6694
Si  11.0208  8.443  24.4036
Si  13.4491  5.4643  24.621
Si  10.8929  13.7321  24.363
Si  13.9231  11.0188  24.3631
Si  10.7971  19.325  24.7745
Si  13.3763  16.4094  24.8953
Si  10.951  24.8139  24.5205
Si  13.3729  21.9514  24.6534
Si  11.0437  30.1113  24.4612
Si  13.6837  27.4633  24.6357
Si  0.7786  4.5087  26.2005
Si  4.4222  1.2487  25.764
Si  1.5337  9.5893  25.5474
Si  3.646  7.3269  25.8893
Si  1.1184  15.1463  25.7601
Si  4.2244  12.402  25.7082
Si  1.2076  21.1547  26.14
Si  4.5176  16.6951  26.1536
Si  1.753  25.7165  25.6549
Si  3.8997  23.4846  25.4711
Si  1.6877  31.4614  26.002
Si  3.5348  28.8452  26.0623
Si  7.2712  3.6983  25.8134
Si  9.1478  2.1384  26.1071
Si  6.0617  9.9323  25.895
Si  9.8825  7.7923  26.2683
Si  6.4522  15.2732  26.0601
Si  9.6947  12.169  25.5402
Si  6.1066  21.3631  25.9932
Si  9.3881  18.1973  26.2479
Si  7.9944  25.2919  26.3182
Si  9.4414  23.4787  25.5877
Si  6.2571  31.4865  25.9737
Si  9.995  28.5246  25.8694
Si  12.6309  3.7687  26.0572
Si  14.4384  2.1732  25.9865
Si  12.1581  10.151  25.566
Si  15.3607  7.152  26.3607
Si  11.9463  14.9102  26.0729
Si  15.7094  11.6264  25.9253
Si  11.6476  21.1889  26.0816
Si  15.6337  17.6072  26.4218
Si  12.1757  26.3164  26.0592
Si  15.4643  23.5502  26.297
Si  12.6123  31.3112  25.76
Si  14.7843  29.0478  26.0112
Si  16.2233  2.6729  28.5024
Si  5.8269  29.0878  31.3386
Si  7.1357  7.0037  30.5201
Si  5.3093  7.9625  28.1937
Si  12.7904  13.2811  28.4715
Si  2.8929  14.2534  30.8843
Si  3.0706  14.6996  27.7641
Si  1.8054  21.567  29.0792
Si  15.3046  20.8079  30.1237
Si  2.044  27.1946  28.1382
Si  15.8588  28.4306  29.005
Si  3.4217  29.3603  32.9858
Si  9.3326  30.4006  28.3301
Si  6.8449  0.7851  29.675
Si  8.8352  4.4324  30.4597
Si  13.6606  11.1033  28.071
Si  9.7864  12.7742  28.501
Si  7.1099  13.8745  29.0079
Si  5.5846  21.2575  31.8069
Si  7.8208  20.1327  27.9951
Si  8.3444  24.7169  29.4295
Si  1.8495  23.9223  32.5354
Si  5.8785  3.2167  30.703
Si  11.7922  31.6729  28.6752
Si  5.079  2.0031  35.9815
Si  11.6245  4.6372  29.1104
Si  13.8511  8.3896  28.9581
Si  9.312  9.7082  28.5504
Si  10.8099  16.5637  28.3512
Si  8.879  18.4652  32.4728
Si  13.2008  15.8755  29.9335
Si  13.6553  24.6767  28.4218
Si  12.5104  21.8352  28.9176
Si  15.9711  25.9113  32.8891
Si  14.7844  31.2484  29.7341
Si  7.105  0.991  33.9937
Si  5.4062  4.9701  36.0828
Si  4.3251  4.6696  33.1393
Si  4.8269  7.3346  32.4308
Si  0.88  11.4258  34.3504
Si  5.8097  14.5108  31.6257
Si  1.7216  17.1314  31.6635
Si  0.5691  17.7847  34.5884
Si  5.76  24.1855  30.7688
Si  12.4645  26.9172  33.2151
Si  0.8965  32.6899  28.8613
Si  5.4302  2.8254  27.9723
Si  9.0317  3.2211  33.2907
Si  8.2762  9.5493  32.0698
Si  13.8104  8.2432  31.8818
Si  6.9095  10.9489  30.0222
Si  10.1758  13.8098  33.3843
Si  10.5929  16.1187  31.3346
Si  8.4373  21.2825  32.8912
Si  8.7597  23.6771  35.0386
Si  6.1513  25.3762  35.9676
Si  1.5654  27.3537  34.5503
Si  6.6061  30.5702  29.0189
Si  12.5809  32.3328  34.1992
Si  14.0965  3.3036  30.6994
Si  11.5722  7.662  28.7323
Si  15.4348  13.2421  35.6926
Si  14.788  19.428  35.5795
Si  8.5379  14.5063  35.705
Si  15.6922  17.7047  29.6409
Si  9.6318  21.995  29.9475
Si  14.4727  26.304  30.9921
Si  0.4824  0.6164  33.2582
Si  5.0799  31.5996  32.7205
Si  2.8404  9.8112  35.9389
Si  0.7778  4.387  35.5885
Si  1.6622  11.4869  31.5099
Si  4.0557  9.6018  30.4832
Si  3.543  16.054  37.3704
Si  4.0769  13.1272  37.7552
Si  0.5479  21.2944  32.5459
Si  2.8562  19.8407  31.5446
Si  2.3146  31.615  31.5503
Si  7.5142  30.9031  37.6345
Si  9.5766  0.5484  28.6818
Si  9.8509  0.8714  34.8311
Si  5.2081  11.314  35.4253
Si  9.2427  6.1424  34.3677
Si  9.8691  18.3165  38.1109
Si  2.9136  24.5591  29.7844
Si  7.5158  26.4543  31.7663
Si  9.6584  26.3566  34.0724
Si  14.79  4.0039  33.7996
Si  14.9615  0.7921  38.1475
Si  10.8953  8.3852  33.0488
Si  2.5939  2.6168  34.3492
Si  13.2097  12.6516  33.8038
Si  15.225  10.987  32.3911
Si  15.1565  22.0994  34.8639
Si  12.8574  17.878  37.3978
Si  4.8911  18.1352  35.4505
Si  10.9337  27.6078  36.598
Si  12.7347  29.4286  35.1095
Si  16.1925  5.6817  38.1397
Si  4.8988  32.2769  37.5425
Si  15.0771  11.0174  37.9082
Si  4.444  6.7332  38.0783
Si  5.2492  9.5812  37.6487
Si  0.4187  15.7419  36.9143
Si  6.0906  17.4086  32.723
Si  4.4215  23.6596  37.7224
Si  6.8344  19.0763  30.3719
Si  3.6081  29.7307  37.5284
Si  3.3555  24.7568  35.0994
Si  9.345  0.6167  37.8361
Si  14.303  0.5519  31.7829
Si  7.0743  8.1038  34.2464
Si  7.8871  6.8794  36.7202
Si  10.4231  12.6632  37.0301
Si  11.6574  10.4934  35.2977
Si  7.4299  17.2573  36.9128
Si  6.2315  28.2697  37.1654
Si  13.951  24.7834  34.6622
Si  12.6294  25.252  37.2954
Si  1.0571  7.176  35.9522
Si  14.7851  1.2298  35.2807
Si  13.3345  8.6561  36.9419
Si  14.6062  6.9378  34.5832
Si  12.3647  14.853  37.971
Si  7.3426  12.8388  33.676
Si  2.4964  19.548  36.4369
Si  9.976  23.5055  37.837
Si  0.2792  21.2352  37.0629
Si  14.669  30.464  37.4496
Si  0.6456  28.6769  37.1037
O  16.3429  0.706  39.0112
O  1.629  31.5469  39.6421
O  1.8976  3.7051  39.6774
O  3.8687  1.6503  39.8477
O  14.5303  8.4174  0.0498
O  14.7139  6.0854  38.7647
O  3.1518  7.3321  38.8523
O  1.5627  9.2688  39.7337
O  14.1757  11.6344  39.1547
O  0.1651  10.9676  38.549
O  4.9247  12.3397  38.92
O  2.4947  13.0538  38.2498
O  16.3603  16.3092  38.38
O  15.9686  14.3876  36.686
O  5.0383  18.0248  33.8188
O  3.5659  17.0054  38.7162
O  2.3189  19.1236  38.0192
O  0.4552  21.5325  38.6378
O  5.0906  22.2389  38.2413
O  3.531  24.1572  38.9725
O  1.5498  25.8903  39.4079
O  0.1417  27.7704  38.3698
O  3.6603  31.3119  37.0965
O  3.6693  29.7146  39.168
O  5.1942  32.3303  39.1294
O  7.3825  30.6961  39.2441
O  10.6581  0.457  38.7867
O  8.3361  1.6342  38.6729
O  5.2244  5.7432  39.0791
O  6.9476  3.8106  39.5305
O  8.1375  7.3652  38.2484
O  7.32  8.153  35.8471
O  5.9195  9.971  39.0835
O  5.3699  7.9722  37.578
O  8.9716  13.412  36.852
O  7.6179  14.7068  39.5355
O  6.6836  16.9306  38.3272
O  5.34  15.7884  0.4013
O  9.3596  19.5972  38.9547
O  8.7785  18.153  36.9305
O  7.645  17.6552  33.2039
O  6.9858  20.6219  39.3231
O  7.0923  25.9398  39.7267
O  5.9116  27.9088  38.7175
O  4.8019  28.9475  36.7275
O  5.6689  24.6659  37.3614
O  9.438  29.0573  39.7654
O  14.5202  32.0602  37.7765
O  12.2996  31.4575  39.6535
O  13.8515  1.6836  38.9646
O  0.5127  7.0399  37.4988
O  10.0588  6.1213  39.4464
O  12.1922  3.9528  39.4707
O  14.6336  9.5265  37.4164
O  12.8204  7.7568  38.1955
O  10.5149  11.7599  38.3755
O  12.1664  9.7363  36.6326
O  13.6793  14.076  38.5108
O  11.5606  13.8418  36.9728
O  11.5168  15.1346  39.3292
O  9.7945  17.0488  39.1477
O  12.2701  20.4866  39.555
O  13.682  18.372  38.7173
O  14.3425  23.2906  34.1299
O  10.5057  22.2511  38.7261
O  11.2399  24.4547  37.4966
O  15.0255  23.2827  39.3949
O  10.5136  27.5455  38.1668
O  13.369  25.344  38.7403
O  16.2297  30.0836  37.1642
O  14.1024  29.6983  38.774
O  0.8231  3.6615  27.6518
O  5.1969  3.8777  32.0085
O  5.1979  32.7001  26.3362
O  4.1565  2.2246  27.1186
O  0.5605  10.6166  26.4503
O  2.535  8.5189  26.3894
O  5.5215  7.9108  33.7979
O  4.4898  6.9022  27.2616
O  1.4957  14.8483  27.3448
O  3.2177  14.3668  29.3167
O  3.654  13.4534  26.8692
O  5.126  11.2045  26.4552
O  0.0379  22.2557  26.5422
O  2.0579  20.9831  27.565
O  3.8316  16.1533  27.5684
O  2.6159  20.5535  30.0892
O  15.4023  29.7649  29.823
O  1.1223  26.5588  26.9378
O  4.8449  22.4148  26.3525
O  2.847  24.5645  26.2767
O  1.4943  32.3531  27.389
O  0.7692  1.4901  29.1423
O  3.377  27.9344  27.4891
O  1.1834  32.104  32.6349
O  6.2906  3.9626  27.1657
O  7.3635  3.7581  30.2416
O  8.9026  0.6324  25.5281
O  9.6386  1.826  27.6744
O  9.9478  11.1843  28.8211
O  6.1418  8.9858  27.2364
O  10.347  8.654  29.3035
O  8.796  6.6074  25.9418
O  4.7323  18.3432  26.1568
O  6.7837  14.4945  27.5392
O  10.9558  11.1959  25.9717
O  9.2526  12.8818  26.9657
O  6.6968  21.1894  27.5129
O  6.805  20.9945  32.8759
O  8.4145  19.4987  26.6139
O  10.1375  17.4503  32.2098
O  8.2003  25.4475  27.9728
O  6.2271  25.408  31.7762
O  10.4539  22.3182  26.3451
O  6.3766  25.0815  25.9809
O  9.0836  31.9799  27.906
O  6.4769  30.6457  27.3983
O  11.0632  27.4504  26.5964
O  9.2549  29.3728  27.0866
O  12.0504  4.2725  27.5713
O  13.962  6.6567  25.6684
O  15.14  1.9408  27.5002
O  4.5036  28.4819  32.0987
O  14.0308  10.0146  29.2265
O  12.8397  10.0442  27.0816
O  14.8988  7.8368  27.7948
O  16.3203  5.8464  26.6753
O  12.2326  16.0035  31.2617
O  10.7395  15.5092  27.0861
O  14.9325  11.8476  27.3522
O  14.0336  17.4402  26.074
O  10.114  17.8953  27.7253
O  12.3294  20.8902  27.5792
O  15.9315  17.5911  28.0337
O  16.2765  16.2267  25.8173
O  12.9047  25.7664  27.4496
O  15.1068  24.282  27.7331
O  12.6542  23.3881  28.4705
O  14.0192  23.0423  25.7363
O  11.8477  31.9709  27.0727
O  13.2568  31.3204  29.2156
O  13.6307  30.1752  26.445
O  15.2808  28.4448  27.4809
O  15.7692  32.1182  28.7969
O  4.9096  3.4573  29.3943
O  4.0334  8.5572  31.7316
O  4.2215  30.6061  33.7484
O  15.3887  3.4736  29.6891
O  3.7684  6.1528  32.7491
O  7.7609  9.9417  29.044
O  6.4625  7.1772  29.0502
O  15.9625  10.6027  33.8237
O  12.9292  13.9126  26.9439
O  4.2989  13.9096  31.6291
O  1.8465  13.0351  31.0675
O  1.0581  17.1904  33.1591
O  2.2853  15.6238  31.4938
O  2.9601  18.202  31.461
O  4.1824  20.5246  32.2373
O  0.1878  21.442  29.343
O  15.5693  21.1215  31.705
O  2.4522  25.9143  29.0459
O  0.3662  24.4821  32.8622
O  12.6996  25.4141  33.8384
O  1.09  28.2543  28.9463
O  2.6799  30.2097  26.4476
O  5.6105  29.4812  29.7451
O  8.1299  30.0465  29.3769
O  6.3219  32.0558  29.648
O  6.4551  1.5668  28.2885
O  7.604  2.376  33.2097
O  9.4407  3.7813  31.8275
O  8.4633  0.1441  34.322
O  9.1824  9.1024  27.0194
O  11.2185  13.3947  28.9283
O  7.865  10.9853  31.3917
O  6.3967  14.8382  30.1364
O  5.8855  18.049  31.2193
O  8.7093  13.6924  29.3212
O  4.0751  19.4829  35.9482
O  9.2171  19.8687  33.2758
O  6.1217  20.5568  30.4301
O  8.8848  20.9551  28.9263
O  7.3666  24.5059  35.3112
O  7.0023  23.8524  29.7815
O  2.8645  23.8859  33.8082
O  8.4798  0.8414  29.8721
O  2.4002  30.0046  31.8642
O  13.5266  0.1848  35.3525
O  11.0589  0.2064  29.3268
O  1.799  31.9949  30.0472
O  14.4551  3.9358  32.1915
O  10.0435  4.1829  29.3826
O  11.1138  7.2631  27.1977
O  11.651  6.2231  29.5048
O  8.4471  6.0326  30.526
O  14.2429  9.7914  32.0055
O  10.043  16.2397  29.7802
O  13.5396  14.3123  29.5392
O  9.84  14.7227  34.7143
O  10.004  14.7795  32.0735
O  14.6024  16.6345  30.1949
O  12.4078  16.6695  28.7176
O  9.0131  21.8495  31.4637
O  11.233  21.6434  29.9323
O  13.884  21.4477  29.7022
O  8.5264  25.884  30.587
O  15.2712  27.251  29.9443
O  9.7579  27.0714  35.56
O  15.7199  1.212  32.2844
O  14.7261  31.893  31.2211
O  6.513  1.5265  35.4051
O  6.1604  30.5477  32.0403
O  5.9157  6.5447  31.4985
O  5.2556  3.4581  36.6736
O  2.945  3.8761  33.3995
O  2.2097  8.311  35.7359
O  4.1613  8.7355  29.103
O  6.8427  5.6204  36.5172
O  1.9732  11.4217  33.1282
O  0.0584  11.1627  31.3052
O  4.4478  14.7234  37.6432
O  4.0175  10.2935  34.8724
O  3.4088  14.1581  0.3395
O  0.0426  16.6363  35.6104
O  5.8104  15.8219  32.5819
O  6.2323  11.7391  34.2235
O  2.3023  23.1376  29.2174
O  2.5103  24.7857  31.3495
O  4.881  25.3459  34.9193
O  4.5493  0.9698  37.0871
O  3.8575  32.2068  31.7647
O  5.2864  4.8224  34.4561
O  10.137  2.1958  33.9106
O  11.0406  32.6368  34.5509
O  9.0831  4.5366  34.2428
O  7.6912  9.4694  33.5929
O  9.8518  9.2088  32.1026
O  12.2064  8.1857  32.1363
O  7.5636  8.4192  31.1652
O  6.567  12.3418  29.2525
O  15.6613  18.7448  34.3681
O  8.9911  12.6192  33.4081
O  7.2659  13.9684  34.8432
O  9.5163  23.5735  29.4771
O  7.1131  18.8604  28.7843
O  9.7963  24.7453  34.3515
O  8.6181  22.4245  34.0196
O  10.8326  26.9916  33.1188
O  8.8284  24.3013  38.6743
O  8.2596  26.5566  33.2262
O  7.0028  27.9691  31.4458
O  12.6134  30.707  34.0993
O  6.0841  1.5871  30.8908
O  14.3047  2.5835  34.4777
O  14.1546  5.3417  34.5341
O  13.7373  1.6919  30.7757
O  3.9993  1.9318  34.762
O  14.2132  7.6815  30.4117
O  12.7344  3.9745  30.1224
O  0.3105  12.9193  34.6968
O  14.079  13.6187  34.8241
O  14.2389  12.3108  32.5566
O  13.6083  18.437  36.0644
O  15.8082  19.8448  36.8093
O  6.7591  13.3762  32.2719
O  0.6497  17.4405  30.4827
O  1.7734  18.5682  35.3467
O  15.1656  19.2102  29.9243
O  15.1694  25.8232  34.3362
O  13.9087  25.1186  29.9924
O  0.0909  21.6677  34.0363
O  13.0452  28.1322  34.1535
O  11.3965  29.0799  36.012
O  1.7033  1.6467  33.4359
O  4.5426  24.5553  29.765
O  13.6063  7.7403  35.6019
O  5.4342  10.4681  30.5353
O  2.6992  10.523  30.6607
O  4.185  5.8612  36.713
O  16.1778  4.565  36.8893
O  1.5662  10.8085  35.694
O  1.6934  5.7391  35.4901
O  3.617  9.922  37.4014
O  2.0405  15.5789  36.9525
O  11.3466  18.4959  37.4716
O  1.5647  22.432  31.9697
O  1.5144  19.9828  32.4981
O  8.3294  18.9842  31.026
O  4.1286  16.8297  36.0554
O  0.5039  27.9139  35.6625
O  2.2219  29.027  37.1385
O  3.4228  23.7348  36.3962
O  2.3128  26.03  35.1949
O  7.4634  29.3696  36.9817
O  10.8266  30.3737  29.0175
O  5.9756  0.0203  33.3168
O  9.296  6.4534  35.9801
O  9.7532  1.2988  36.4063
O  4.4566  12.5314  36.2549
O  6.0636  10.4361  36.5146
O  11.0314  9.3516  34.3452
O  7.8927  6.7946  33.6953
O  7.9642  15.8611  36.3125
O  9.323  23.0311  36.4219
O  5.3442  22.8596  31.6347
O  2.6908  28.4538  34.1028
O  13.1737  27.0166  31.7399
O  6.566  26.9414  36.2564
O  16.3851  4.1419  34.165
O  13.0972  0.233  32.8273
O  16.0735  0.3976  34.6569
O  15.2283  1.6278  36.7824
O  10.474  6.8797  33.5764
O  14.535  7.3796  33.0305
O  1.7926  3.1021  35.6986
O  16.129  7.3418  35.0137
O  12.8904  11.2166  34.5154
O  11.7462  13.2941  33.3856
O  15.0541  11.9521  36.59
O  10.5979  11.6454  35.755
O  14.1409  20.8135  34.9862
O  12.7713  16.2533  37.2459
O  1.7703  21.0137  36.3876
O  15.818  22.4413  36.3363
O  13.9052  29.8658  36.1442
O  12.2841  26.6755  36.5752
O  0.7271  27.0522  33.1679
O  13.6583  24.5551  36.2428
O  6.2757  31.6821  36.908
O  8.7981  31.9059  37.4541
O  6.4121  18.1417  36.0126
Si  0.0259  32.7682  5.5572
Si  2.7641  2.7502  5.5844
Si  0.0569  5.4341  5.5218
Si  2.8088  8.1837  5.4755
Si  16.4012  10.8627  5.411
Si  2.7397  13.6415  5.425
Si  0.0276  16.3566  5.3422
Si  2.7571  19.1175  5.3197
Si  0.0873  21.7973  5.2888
Si  2.7934  24.5221  5.3341
Si  0.0482  27.297  5.4007
Si  2.76  30.027  5.5476
Si  5.5505  32.7629  5.5992
Si  8.2854  2.719  5.6082
Si  5.5502  5.488  5.5329
Si  8.3054  8.1297  5.4364
Si  5.5344  10.8651  5.4501
Si  8.2611  13.5992  5.416
Si  5.4605  16.3934  5.4155
Si  8.1808  19.1612  5.4177
Si  5.4664  21.8212  5.3374
Si  8.2548  24.5773  5.4398
Si  5.5257  27.2803  5.4352
Si  8.2714  30.0358  5.5111
Si  11.0069  32.7436  5.5155
Si  13.6849  2.7266  5.535
Si  11.0366  5.4646  5.4475
Si  13.6876  8.1589  5.4184
Si  10.9796  10.8475  5.4189
Si  13.7223  13.5896  5.4411
Si  11.0122  16.3672  5.453
Si  13.7548  19.0752  5.3345
Si  10.9782  21.8813  5.3748
Si  13.7393  24.5756  5.3787
Si  11.0438  27.2875  5.4337
Si  13.733  30.0229  5.4727
Si  1.3936  1.3476  6.9046
Si  4.1556  4.133  6.8947
Si  1.4219  6.8341  6.8497
Si  4.1487  9.5594  6.8453
Si  1.3603  12.2718  6.7751
Si  4.0994  15.0258  6.7844
Si  1.3918  17.7484  6.7078
Si  4.1014  20.4796  6.7313
Si  1.4076  23.1784  6.7089
Si  4.1324  25.8956  6.7574
Si  1.3781  28.6369  6.8413
Si  4.1344  31.3978  6.9012
Si  6.8992  1.3528  6.9376
Si  9.6683  4.1296  6.8737
Si  6.9248  6.8419  6.8688
Si  9.6138  9.5288  6.8232
Si  6.8748  12.2713  6.8028
Si  9.6151  14.9971  6.7843
Si  6.8319  17.7671  6.7751
Si  9.5893  20.5217  6.7515
Si  6.8463  23.1858  6.7405
Si  9.6324  25.9445  6.7942
Si  6.8782  28.6489  6.8297
Si  9.6296  31.3957  6.8822
Si  12.333  1.3411  6.8848
Si  15.069  4.0905  6.8825
Si  12.3537  6.8329  6.8416
Si  15.0428  9.5295  6.8028
Si  12.3207  12.2541  6.7939
Si  15.0809  15.0074  6.7632
Si  12.376  17.7654  6.768
Si  15.1051  20.469  6.6981
Si  12.3525  23.2248  6.7531
Si  15.0891  25.9301  6.7693
Si  12.3644  28.6596  6.8292
Si  15.0588  31.3901  6.8816
Si  0.0241  2.7232  8.2473
Si  2.7697  32.7822  8.2453
Si  0.0278  8.2031  8.1895
Si  2.7735  5.4882  8.241
Si  0.0257  13.6574  8.1551
Si  2.7514  10.9428  8.1663
Si  0.0399  19.1136  8.1019
Si  2.736  16.406  8.1332
Si  0.0497  24.5445  8.1146
Si  2.7546  21.8423  8.1186
Si  0.0333  30.0189  8.219
Si  2.7705  27.2595  8.159
Si  5.5096  2.7422  8.2485
Si  8.2672  32.7689  8.2532
Si  5.5248  8.2087  8.2112
Si  8.2731  5.4731  8.2351
Si  5.489  13.6642  8.1446
Si  8.2431  10.9191  8.1785
Si  5.463  19.1335  8.1329
Si  8.2251  16.3932  8.1214
Si  5.4996  24.5505  8.1375
Si  8.2166  21.8566  8.1375
Si  5.5129  30.0108  8.214
Si  8.2564  27.2914  8.1802
Si  10.9873  2.7321  8.2414
Si  13.6998  32.7743  8.2366
Si  10.9791  8.1931  8.2082
Si  13.7074  5.4769  8.2261
Si  10.9713  13.6436  8.1618
Si  13.6945  10.9166  8.1732
Si  10.9705  19.1397  8.1055
Si  13.718  16.3854  8.1355
Si  10.9858  24.5697  8.1532
Si  13.7254  21.8347  8.0924
Si  10.9942  30.015  8.216
Si  13.7304  27.285  8.1733
Si  1.3939  4.1123  9.5873
Si  4.1316  1.3648  9.5897
Si  1.3858  9.5892  9.5483
Si  4.1424  6.8631  9.5837
Si  1.3793  15.0448  9.5171
Si  4.115  12.3208  9.5294
Si  1.3841  20.4861  9.4931
Si  4.0997  17.7731  9.508
Si  1.3891  25.9101  9.5204
Si  4.1148  23.2038  9.5063
Si  1.3911  31.404  9.5786
Si  4.119  28.643  9.545
Si  6.8818  4.117  9.5899
Si  9.6111  1.3649  9.5968
Si  6.8694  9.5903  9.5704
Si  9.6124  6.854  9.5949
Si  6.8506  15.046  9.5083
Si  9.5923  12.3072  9.5415
Si  6.8401  20.4942  9.5027
Si  9.5921  17.7766  9.4819
Si  6.8597  25.9256  9.5207
Si  9.5885  23.2194  9.5098
Si  6.868  31.3988  9.5781
Si  9.6024  28.6625  9.5638
Si  12.3429  4.1123  9.595
Si  15.0567  1.3513  9.5955
Si  12.3283  9.5805  9.5642
Si  15.0679  6.8545  9.577
Si  12.3304  15.0396  9.5096
Si  15.0513  12.3096  9.5302
Si  12.3346  20.5014  9.4829
Si  15.0687  17.7711  9.4966
Si  12.3406  25.9349  9.5325
Si  15.0667  23.2026  9.4909
Si  12.3302  31.4052  9.5867
Si  15.0628  28.6572  9.5666
Si  0.0272  32.7827  10.9395
Si  2.7594  2.7383  10.941
Si  0.0247  5.4871  10.9421
Si  2.756  8.2356  10.9264
Si  0.0173  10.962  10.9122
Si  2.7494  13.695  10.8961
Si  0.0158  16.4156  10.8873
Si  2.7402  19.1376  10.8858
Si  0.0188  21.8471  10.8759
Si  2.7551  24.5623  10.8952
Si  0.0342  27.285  10.907
Si  2.7636  30.0275  10.9198
Si  5.4986  32.7847  10.9309
Si  8.234  2.7365  10.9471
Si  5.5031  5.4884  10.9412
Si  8.2311  8.2278  10.9404
Si  5.4843  10.9686  10.9118
Si  8.2175  13.692  10.8912
Si  5.4776  16.417  10.8778
Si  8.2169  19.1337  10.8657
Si  5.4773  21.852  10.8866
Si  8.2245  24.574  10.8977
Si  5.4947  27.289  10.9062
Si  8.2347  30.0334  10.9326
Si  10.9679  32.7883  10.9448
Si  13.6974  2.735  10.9517
Si  10.9697  5.482  10.953
Si  13.6942  8.225  10.9355
Si  10.9579  10.958  10.9208
Si  13.6878  13.6876  10.8955
Si  10.9541  16.4178  10.8668
Si  13.6901  19.1366  10.8648
Si  10.9603  21.8552  10.8714
Si  13.7053  24.564  10.8869
Si  10.9721  27.2959  10.9152
Si  13.7003  30.0343  10.9333
Si  1.3858  1.3664  12.2916
Si  4.1231  4.1196  12.2912
Si  1.3843  6.8718  12.2932
Si  4.1133  9.614  12.2881
Si  1.3761  12.3437  12.2753
Si  4.1062  15.0712  12.2653
Si  1.3672  17.7881  12.2634
Si  4.0991  20.5047  12.2624
Si  1.3716  23.2141  12.2625
Si  4.1095  25.939  12.2704
Si  1.3809  28.6722  12.2783
Si  4.1175  31.4184  12.2826
Si  6.8528  1.3653  12.2913
Si  9.5884  4.1184  12.3057
Si  6.8561  6.8672  12.3021
Si  9.5851  9.6098  12.2963
Si  6.8438  12.347  12.2751
Si  9.5772  15.0743  12.254
Si  6.8391  17.7894  12.2506
Si  9.5765  20.5035  12.2439
Si  6.839  23.22  12.2605
Si  9.5835  25.9451  12.2739
Si  6.8465  28.6733  12.2805
Si  9.5853  31.4239  12.2927
Si  12.3187  1.3699  12.3034
Si  15.0551  4.1213  12.3027
Si  12.3224  6.8677  12.3062
Si  15.0493  9.6106  12.2909
Si  12.3135  12.3445  12.2773
Si  15.0412  15.0681  12.2632
Si  12.3109  17.7888  12.2441
Si  15.0403  20.5023  12.2526
Si  12.3155  23.2209  12.2562
Si  15.0539  25.9366  12.2719
Si  12.3208  28.6763  12.2878
Si  15.0527  31.4202  12.2934
Si  0.0205  2.7448  13.6492
Si  2.7534  32.8006  13.6458
Si  0.0104  8.2425  13.6548
Si  2.7507  5.494  13.6437
Si  0.004  13.715  13.6408
Si  2.7413  10.9847  13.6513
Si  16.3978  19.1488  13.6377
Si  2.7337  16.4351  13.6393
Si  0.0114  24.5787  13.6457
Si  2.7286  21.8606  13.644
Si  0.0193  30.0527  13.6469
Si  2.7469  27.3135  13.6432
Si  5.4832  2.7422  13.6476
Si  8.2178  32.8034  13.6505
Si  5.4805  8.2446  13.6508
Si  8.2149  5.4909  13.6613
Si  5.4738  13.7173  13.6421
Si  8.2117  10.9879  13.648
Si  5.4689  19.1498  13.6331
Si  8.207  16.4383  13.6311
Si  5.4718  24.5799  13.641
Si  8.2058  21.8606  13.6291
Si  5.4848  30.056  13.6461
Si  8.2157  27.3149  13.6453
Si  10.9479  2.7444  13.6623
Si  13.6867  32.8017  13.6499
Si  10.9456  8.2412  13.6601
Si  13.6826  5.4931  13.6626
Si  10.9434  13.723  13.6361
Si  13.6774  10.9853  13.6503
Si  10.9408  19.1495  13.6232
Si  13.6706  16.437  13.6321
Si  10.952  24.5848  13.6394
Si  13.6739  21.863  13.6342
Si  10.9543  30.0571  13.6466
Si  13.6934  27.314  13.6446
Si  1.3816  4.1255  15.0033
Si  4.1084  1.3811  15.0088
Si  1.3651  9.6238  15.0171
Si  4.1086  6.8692  15.0024
Si  1.3549  15.089  15.0172
Si  4.1011  12.3628  15.0166
Si  1.3449  20.5164  15.0206
Si  4.0857  17.8104  15.0134
Si  1.3655  25.9634  15.0122
Si  4.0859  23.2349  15.0136
Si  1.3703  31.4458  15.005
Si  4.0994  28.7022  15.0054
Si  6.8406  4.1163  15.013
Si  9.5685  1.3807  15.0172
Si  6.8384  9.6252  15.0123
Si  9.5682  6.8761  15.0185
Si  6.8282  15.0954  15.0127
Si  9.5696  12.3712  15.0085
Si  6.8248  20.5183  15.0121
Si  9.5646  17.809  15.0089
Si  6.8322  25.9573  15.0047
Si  9.565  23.2311  15.0018
Si  6.8382  31.4467  15.009
Si  9.5733  28.7032  15.0049
Si  12.303  4.1288  15.0192
Si  15.042  1.3847  15.002
Si  12.301  9.6271  15.0149
Si  15.0402  6.876  15.0173
Si  12.2948  15.0965  15.0157
Si  15.0295  12.3684  15.016
Si  12.2934  20.5147  15.0075
Si  15.0207  17.8043  15.0171
Si  12.3143  25.9611  15.0088
Si  15.0314  23.2281  15.0156
Si  12.3071  31.4443  15.0065
Si  15.0426  28.7014  15.014

Results
total energy: -236496.609 eV
total energy less fixed offsets of O -438.35, Si -107.03 eV per atom: 11.091 eV

Forces (eV/angstrom), in the order of the atoms: element, x, y, z
Si  0.0589  -0.0434  -0.2616
Si  0.3518  -0.2153  -0.3123
Si  0.6944  -0.5466  0.3217
Si  -0.0769  -0.1367  -0.104
Si  -0.1647  -0.1207  0.2313
Si  -0.2477  -0.4884  0.0582
Si  -0.3254  0.0403  -0.3441
Si  -0.1717  0.3425  0.021
Si  0.0077  -0.0899  -0.142
Si  0.0594  -0.072  -0.2192
Si  0.0447  0.2685  -0.1966
Si  -0.0306  0.0287  -0.2412
Si  -0.0258  -0.0204  -0.2108
Si  -0.1695  -0.1001  0.1619
Si  -0.0125  0.0326  -0.0064
Si  -0.3071  -0.0009  0.0261
Si  0.199  -0.0897  0.1595
Si  -0.4219  0.4024  0.1014
Si  0.0154  0.3312  0.4501
Si  0.1287  -0.2662  0.2873
Si  0.1521  0.0542  -0.0706
Si  -0.1391  0.0358  -0.2863
Si  -0.1222  0.2303  -0.1386
Si  -0.1657  0.241  -0.0754
Si  -0.1598  -0.0597  -0.0088
Si  -0.0054  0.2551  0.0946
Si  -0.0419  -0.3406  0.1892
Si  -0.0786  0.3083  0.2515
Si  0.341  -0.0266  -0.07
Si  -0.1997  0.0386  0.2145
Si  0.1561  0.163  -0.1633
Si  -0.0686  0.0517  -0.3178
Si  0.0621  0.2551  0.0609
Si  -0.0823  0.0176  -0.0107
Si  -0.0029  -0.1654  -0.2776
Si  0.0273  0.0465  -0.0506
Si  -0.0955  -0.2913  -0.2382
Si  0.0928  0  -0.2744
Si  0.0146  0.1961  -0.0206
Si  0.1243  0.0774  -0.1748
Si  0.1983  0.1025  -0.4273
Si  0.3318  -0.2329  -0.3123
Si  0.1523  0.1025  0.1917
Si  0.0274  0.0342  0.0052
Si  -0.0902  0.1593  -0.1393
Si  0.1083  0.0267  -0.1326
Si  -0.0907  -0.0144  -0.2786
Si  -0.0713  0.0352  -0.1409
Si  -0.2265  -0.1901  -0.2437
Si  -0.0664  -0.1031  -0.4049
Si  0.1309  -0.1871  -0.1678
Si  0.0206  -0.218  0.0129
Si  -0.1104  0.0312  -0.0713
Si  0.2655  0.1652  0.0307
Si  0.1875  0.4426  -0.4391
Si  0.0345  -0.0079  -0.3514
Si  -0.0544  -0.0133  -0.1565
Si  -0.0544  0.207  -0.1053
Si  -0.1068  -0.1146  -0.1266
Si  0.1128  -0.0621  -0.2352
Si  -0.0576  -0.187  -0.1305
Si  -0.3147  -0.3327  -0.0615
Si  0.1606  -0.0759  -0.0405
Si  0.3128  -0.0291  -0.2498
Si  0.0816  0.117  -0.1077
Si  -0.0787  -0.1236  -0.0828
Si  -0.0628  -0.0777  -0.1541
Si  -0.1056  0.2006  -0.1105
Si  -0.0729  -0.1412  -0.4311
Si  0.0769  -0.0094  -0.1577
Si  -0.2012  0.0912  -0.098
Si  0.0002  0.0312  -0.1507
Si  -0.1435  0.0205  0.0181
Si  -0.1319  -0.1914  0.3777
Si  0.0887  -0.0516  -0.0687
Si  -0.0998  -0.0116  0.0421
Si  0.2366  0.182  0.0596
Si  -0.0535  0.0459  0.1303
Si  0.09  0.0243  -0.0833
Si  0.0547  0.0176  0.0893
Si  -0.0139  0.037  0.1763
Si  0.0523  -0.0439  -0.1025
Si  -0.073  -0.0233  0.0795
Si  0.0014  -0.0461  0.0847
Si  -0.02  -0.0005  0.2077
Si  -0.0438  -0.0237  0.0646
Si  0.124  -0.0386  -0.2541
Si  -0.0636  -0.1053  0.065
Si  -0.0315  0.1736  -0.0116
Si  0.1166  0.0358  -0.2055
Si  0.1047  -0.0612  -0.0814
Si  -0.0306  0.2257  0.1461
Si  0.0843  0.048  0.139
Si  -0.009  0.2672  0.2165
Si  -0.0756  -0.0398  0.1716
Si  0.0407  -0.0485  0.2631
Si  -0.1048  -0.1317  0.2092
Si  0.0021  -0.0581  0.0886
Si  -0.0072  0.0181  -0.141
Si  0.123  -0.1212  0.0323
Si  0.1962  -0.0343  0.013
Si  0.1686  0.119  -0.0226
Si  -0.122  0.0247  0.0281
Si  0.0761  -0.0268  -0.2102
Si  -0.1151  -0.0013  0.0625
Si  -0.0312  0.0098  0.0999
Si  -0.1701  -0.1174  0.1032
Si  -0.1121  -0.0042  -0.0263
Si  0.0172  0.0253  -0.0956
Si  0.144  -0.1225  -0.0624
Si  -0.0077  0.1124  -0.0871
Si  -0.1262  -0.038  0.0327
Si  -0.0205  -0.1329  -0.2465
Si  0.0009  -0.0606  -0.1012
Si  0.0736  -0.0937  0.0175
Si  0.0454  0.0928  -0.1415
Si  -0.0673  -0.0258  -0.0248
Si  0.1057  0.0026  -0.0334
Si  0.0632  0.1161  -0.0393
Si  -0.0565  0.0284  0.0117
Si  -0.007  -0.0593  -0.1102
Si  0.0308  0.1192  -0.0504
Si  -0.0148  0.0177  0.0499
Si  -0.1015  -0.0934  -0.109
Si  -0.0128  0.0446  -0.0791
Si  0.0634  -0.0354  -0.0851
Si  0.0317  -0.0888  -0.0992
Si  0.0627  -0.1297  0.0143
Si  0.0127  0.0164  -0.1637
Si  -0.1609  0.0729  0.0058
Si  0.0216  -0.0162  0.0171
Si  0.0877  -0.0278  -0.1652
Si  0.0765  -0.0208  -0.0724
Si  0.017  0.026  -0.0253
Si  0.0289  0.0075  -0.0707
Si  0.0164  0.0067  -0.0759
Si  -0.085  -0.0694  -0.0167
Si  -0.0196  0.037  -0.1159
Si  0.0541  0.0722  -0.0487
Si  0.0132  -0.0948  0.0204
Si  -0.0121  -0.0307  0.0422
Si  -0.0296  -0.0215  -0.0577
Si  0.0011  -0.0427  -0.1026
Si  0.112  0.0716  0.0232
Si  -0.003  0.0193  0.0043
Si  -0.0059  0.0061  0.0074
Si  0.0046  0.0026  -0.0026
Si  0.012  0.0098  -0.0125
Si  -0.0339  0.0218  -0.0046
Si  0.0198  -0.0231  -0.0085
Si  0.0126  -0.0021  0.0064
Si  -0.0182  0.0229  -0.0093
Si  -0.008  0.0291  0.0046
Si  0.0037  0.0087  -0.0083
Si  -0.0077  -0.015  -0.0034
Si  -0.0296  -0.0085  0.0058
Si  -0.0338  0.0067  -0.0022
Si  0.0141  0.0279  0.0077
Si  0.0038  0.0181  0.0003
Si  -0.0085  0.0161  0.0047
Si  -0.0041  -0.0184  -0.0041
Si  0.0051  -0.0113  0.0009
Si  -0.0245  0.027  -0.0035
Si  -0.0058  -0.0064  -0.0076
Si  -0.0137  0.0337  -0.0148
Si  0.0063  0.0112  -0.0106
Si  0.0268  0.0057  -0.0052
Si  -0.047  0.0134  0
Si  -0.0273  -0.0019  -0.0021
Si  0.0187  -0.0303  0.005
Si  0.0091  0.0172  0.0024
Si  -0.0156  0.033  -0.0048
Si  -0.0163  -0.009  -0.0018
Si  0.0042  -0.0141  -0.0073
Si  -0.0126  -0.0224  0.0031
Si  -0.0321  0.0294  0.0005
Si  -0.0228  0.0415  -0.0141
Si  -0.0136  -0.0075  -0.0001
Si  -0.0131  0.0085  -0.013
Si  -0.0289  0.0274  -0.0025
Si  -0.0138  -0.0398  -0.0111
Si  -0.0144  0.004  0.0028
Si  0.0035  0.008  0.0111
Si  -0.0252  0.0082  -0.0132
Si  -0.0019  0.0067  -0.0063
Si  0.0143  -0.0486  -0.0044
Si  0.0183  -0.0054  -0.0019
Si  0.0332  -0.0137  -0.0054
Si  0.0218  0.0128  -0.0126
Si  -0.0226  -0.0153  0.0086
Si  0.0581  0.0437  -0.0036
Si  0.0632  0.019  -0.0049
Si  -0.0161  -0.036  0.0231
Si  -0.022  -0.0395  0.0128
Si  -0.0115  -0.0168  -0.0017
Si  0.0353  0.0241  -0.0125
Si  0.0024  -0.0085  0.0016
Si  0.0073  -0.0073  -0.0198
Si  0.0052  -0.0184  -0.0076
Si  0.026  0.0188  0.0041
Si  -0.0158  -0.0139  0.009
Si  -0.0125  0.0133  -0.0042
Si  0.0192  -0.0101  -0.012
Si  0.0586  0.0195  0.0119
Si  0.0247  0.0352  0.0043
Si  -0.0129  0.0052  -0.0006
Si  0.0008  -0.0019  0.0009
Si  0.0252  -0.0338  -0.006
Si  0.0022  -0.0169  -0.0148
Si  0.0048  -0.0418  0.0044
Si  0.0211  -0.0092  -0.0141
Si  0.0055  -0.005  0.003
Si  -0.0191  -0.0147  -0.0081
Si  0.0112  0.0293  0.0118
Si  0.0071  -0.0557  0.0052
Si  -0.0074  -0.0419  0.0031
Si  0.0044  0.0006  0.0171
Si  -0.0184  0.0066  0.0016
Si  -0.0308  0.0911  -0.0002
Si  -0.0195  0.0115  0.0108
Si  0.0105  -0.0431  -0.0039
Si  0.0729  -0.0561  -0.0056
Si  0.0261  0.0322  0.0062
Si  -0.0102  -0.002  0.0057
Si  0.0442  -0.0897  0.0525
Si  -0.0185  0.0858  0.0256
Si  -0.0255  -0.0159  -0.0073
Si  -0.0116  -0.0334  0.0341
Si  0.0221  0.0362  0.0396
Si  -0.01  0.0037  0.0152
Si  -0.0217  0.0263  0.025
Si  0.0175  0.0417  0.0147
Si  -0.0692  0.0418  0.0144
Si  0.0108  -0.0624  0.0453
Si  -0.0437  0.0365  0.0017
Si  0.0075  -0.0392  0.0047
Si  0.0282  -0.0161  -0.0177
Si  0.0195  0.0463  0.0017
Si  -0.0114  0.0172  0.0061
Si  -0.0297  -0.0225  -0.0324
Si  0.0008  -0.0259  0.0023
Si  -0.0242  0.0139  0.0241
Si  0.008  0.0553  0.0261
Si  0.0303  -0.0118  0.0092
Si  -0.0544  -0.0296  0.0371
Si  -0.0032  0.0426  0.0485
Si  -0.0185  0.0284  0.0174
Si  -0.0446  0.034  0.0223
Si  0.0051  -0.0346  -0.0135
Si  -0.0266  0.076  0.0079
Si  -0.0472  0.0455  0.0067
Si  -0.0756  0.0367  -0.0125
Si  -0.0059  -0.0041  0.0357
Si  -0.0316  -0.0707  0.0548
Si  -0.0618  -0.0469  -0.0633
Si  0.0393  0.0279  0.0699
Si  0.0466  0.0129  0.02
Si  -0.0478  -0.0346  -0.0435
Si  -0.0036  -0.0605  0.0069
Si  -0.0201  0.0053  -0.0258
Si  0.0776  0.1246  0.0311
Si  -0.036  -0.067  0.0275
Si  0.0297  -0.0006  0.0403
Si  0.0359  0.0643  0.0182
Si  -0.0334  -0.0325  0.1081
Si  0.0832  0.0945  -0.0204
Si  -0.0063  0.0683  -0.0157
Si  -0.0123  -0.042  -0.0055
Si  0.0194  -0.0236  0.001
Si  0.1058  0.134  -0.0101
Si  -0.0041  -0.0161  0.0882
Si  -0.0271  -0.0055  0.0628
Si  0.0971  0.049  -0.0259
Si  0.0204  -0.005  -0.0016
Si  -0.0744  0.0037  0.013
Si  -0.0014  -0.0166  0.0186
Si  0.0328  -0.0519  0.0441
Si  -0.0164  0.0063  0.0735
Si  -0.06  -0.0747  0.0329
Si  -0.0085  -0.0116  -0.0445
Si  0.0362  -0.0349  0.0343
Si  -0.0203  -0.0304  -0.0137
Si  -0.0252  0.0127  0.0898
Si  -0.0137  0.015  0.0347
Si  0.0254  0.0258  0.0241
Si  -0.0439  0.016  -0.0539
Si  -0.0244  -0.052  0.0356
Si  0.0268  -0.0352  0.017
Si  -0.0706  -0.0188  -0.0133
Si  -0.0275  0.0619  -0.0481
Si  0.0662  0.1016  0.1636
Si  -0.0455  0.0954  0.0868
Si  -0.0207  0.0201  0.0292
Si  0.0139  -0.0984  0.0227
Si  0.0056  -0.0283  0.2648
Si  -0.007  0.0941  0.1822
Si  0.0384  0.0985  0.1435
Si  -0.0042  -0.1  0.2064
Si  0.0166  0.1191  0.0147
Si  0.0863  0.0831  0.108
Si  0.0321  -0.0937  0.0957
Si  -0.0504  -0.1499  0.1407
Si  -0.0185  -0.0746  -0.0235
Si  0.1274  0.0057  0.1423
Si  -0.0138  -0.0883  0.105
Si  -0.0121  -0.0447  0.0151
Si  -0.054  -0.0042  0.1808
Si  0.145  0.0358  0.13
Si  -0.0468  -0.0009  0.1215
Si  -0.0866  0.0203  0.1332
Si  -0.1356  -0.1523  0.0653
Si  0.042  0.0082  0.0254
Si  -0.0487  0.0445  0.1485
Si  -0.0262  0.0404  0.1134
Si  -0.0196  0.0161  0.0337
Si  0.1005  0.0011  0.0512
Si  -0.0613  -0.0131  0.2046
Si  -0.1127  0.0746  0.1824
Si  -0.0465  -0.0583  0.0003
Si  -0.0141  -0.0286  0.0096
Si  -0.1046  -0.0765  0.1757
Si  -0.0618  -0.0701  0.1108
Si  0.0452  -0.0089  0.1075
Si  -0.0374  -0.0094  0.1467
Si  -0.1399  -0.0638  0.1512
Si  -0.0607  0.0556  0.1765
Si  0.0463  -0.198  -0.0772
Si  -0.0352  0.0948  -0.3505
Si  -0.1009  0.1515  -0.215
Si  -0.0205  0.0998  -0.1898
Si  0.09  -0.009  -0.1868
Si  0.1866  -0.0999  -0.2871
Si  0.0104  -0.0718  -0.2877
Si  0.1449  0.0834  -0.1564
Si  -0.1111  -0.0299  0.0329
Si  -0.0824  -0.1393  0.1005
Si  0.1474  -0.093  -0.1266
Si  -0.1315  -0.0656  0.0359
Si  -0.094  0.1545  -0.0473
Si  0.0762  0.1855  -0.2657
Si  0.0578  0.0384  -0.0634
Si  -0.0665  0.2267  -0.099
Si  0.0706  -0.0627  0.0387
Si  -0.0753  0.0882  -0.1238
Si  0.2195  0.0058  -0.089
Si  0.0369  -0.1595  0.0176
Si  0.027  -0.0573  0.2742
Si  0.0329  -0.0445  -0.1498
Si  -0.0836  0.0901  0.0602
Si  -0.27  -0.0095  0.0057
Si  -0.1324  0.0068  -0.1075
Si  -0.1866  -0.0342  -0.2012
Si  0.1887  0.0984  -0.356
Si  -0.0618  -0.043  -0.1719
Si  -0.1319  0.1797  -0.0474
Si  0.1997  0.0992  0.0473
Si  0.1008  0.0081  -0.3562
Si  0.0138  -0.0878  -0.0887
Si  -0.0067  -0.0775  -0.133
Si  -0.0326  -0.1314  0.033
Si  0.0659  0.1939  0.0204
Si  0.175  -0.1032  0.0512
Si  -0.0925  0.0833  0.1026
Si  -0.0287  0.1502  0.0823
Si  0.2748  0.1124  0.2479
Si  0.1669  0.0505  0.215
Si  0.1777  0.3206  -0.0328
Si  0.2681  0.1873  0.1191
Si  0.159  -0.1358  0.2462
Si  0.1071  0.0869  0.19
Si  0.0557  -0.1574  0.2008
Si  0.1341  -0.0036  0.4613
Si  -0.2274  -0.1133  -0.0863
Si  -0.2478  -0.0349  0.1995
Si  -0.0445  0.0468  0.2514
Si  0.1868  0.3905  0.4249
Si  -0.1298  -0.0563  -0.076
Si  -0.4634  0.0636  0.2222
Si  -0.0898  -0.0782  0.1586
Si  0.2571  0.2197  -0.048
Si  -0.0011  -0.0031  0.2077
Si  -0.2291  -0.5323  -0.1688
Si  -0.1287  0.0628  0.3261
Si  0.0571  -0.1755  0.052
Si  -0.2872  -0.2706  -0.0739
Si  -0.1524  -0.0169  0.0602
Si  -0.068  0.0493  0.0828
Si  -0.003  0.0817  -0.1195
Si  -0.0557  0.053  -0.0064
Si  -0.0403  0.0129  0.2885
Si  0.1292  0.1162  0.0196
Si  -0.1087  0.083  0.0923
Si  0.586  0.2396  -0.0255
Si  -0.1572  0.1136  0.0526
Si  -0.0238  -0.1137  0.2864
Si  -0.0617  -0.0044  0.1167
Si  0.1715  -0.3497  -0.0113
Si  -0.0313  0.2742  0.2274
Si  0.3367  -0.0701  0.152
Si  -0.1672  0.1142  0.007
Si  -0.1647  -0.076  -0.2324
Si  0.1352  0.0467  0.2222
Si  0.1018  -0.1306  -0.0861
Si  -0.4722  0.1415  -0.1676
Si  0.1908  -0.0572  -0.0055
Si  -0.3942  -0.1344  0.2477
Si  0.0346  0.0049  0.0418
Si  -0.1447  -0.3801  -0.2893
Si  -0.3128  -0.1555  0.1988
Si  0.6405  0.1636  0.2552
Si  0.3828  -0.048  -0.0745
Si  -0.0579  -0.1204  -0.6123
Si  0.2213  -0.2565  0.2477
Si  -0.055  0.0861  0.1708
Si  -0.0623  0.3059  -0.1164
Si  0.0322  -0.0489  -0.4438
Si  0.0579  0.1763  0.3479
Si  0.2172  -0.2799  0.3025
Si  0.1361  -0.323  -0.3446
Si  0.0222  0.2066  0.1726
Si  -0.4229  0.3653  0.3686
Si  0.4749  -0.6326  0.1
Si  0.3743  -0.0082  -0.2697
Si  -0.0688  -0.0153  0.0334
Si  -0.2073  0.1521  -0.3748
Si  -0.0523  0.1707  -0.3765
Si  0.1701  -0.4881  -0.1903
Si  -0.1154  -0.0049  0.2029
Si  -0.2455  -0.1839  -0.0564
Si  -0.0741  -0.1142  -0.1364
Si  -0.2539  -0.0387  0.3438
Si  0.1932  0.2423  0.2482
Si  -0.0778  -0.0208  0.252
Si  -0.0369  -0.1601  0.1395
Si  -0.0509  -0.057  0.4273
Si  0.069  0.1912  0.3795
Si  0.1058  -0.3066  0.4694
Si  -0.0064  0.0124  0.3865
Si  -0.0006  -0.0182  0.2286
Si  0.0018  0.069  0.346
Si  0.05  0.0069  0.2086
Si  0.2057  -0.0168  -0.0117
Si  0.0651  0.1966  0.2994
Si  0.0153  -0.0735  0.046
Si  0.2416  0.0374  0.5541
Si  -0.0184  -0.0165  0.364
Si  -0.0969  -0.0276  0.309
Si  -0.486  0.6803  0.3358
Si  -0.3192  0.2045  0.1688
Si  -0.0944  -0.027  0.3869
Si  -0.0088  0.178  0.1141
Si  0.0947  -0.0249  0.4456
Si  -0.161  -0.0454  0.3744
Si  0.0314  0.0526  0.1089
Si  0.0058  0.0245  0.3927
Si  -0.0436  -0.0747  0.3738
Si  -0.0243  0.0821  -0.132
Si  -0.103  -0.2149  0.3949
Si  -0.7251  -0.5618  -0.0781
Si  -0.0814  -0.1851  0.282
Si  0.0503  0.0071  0.4158
Si  -0.0122  -0.0982  0.1213
Si  0.0011  0.1498  0.1591
Si  -0.0373  -0.3497  0.1578
Si  0.0464  -0.1268  0.265
Si  0.2114  -0.0773  0.1464
Si  -0.178  0.1428  0.3174
Si  -0.0738  -0.0503  -0.1113
Si  0.0016  -0.1683  -0.3591
Si  -0.1329  0.0333  0.0378
Si  -0.0405  0.235  -0.0432
Si  0.1687  0.0601  -0.0006
Si  -0.0377  0.032  0.3064
Si  0.0757  0.0449  0.1565
Si  -0.0235  0.1616  -0.2427
Si  0.0015  0.0204  0.2035
Si  -0.1894  0.143  0.0012
Si  -0.1133  -0.1503  0.4285
Si  -0.283  0.017  0.3174
Si  -0.1657  -0.1447  -0.0812
Si  0.0118  0.0669  0.2773
Si  -0.0047  0.0148  0.4306
Si  -0.1724  0.1061  0.5116
Si  -0.0194  -0.0709  -0.0092
Si  -0.0777  -0.0121  0.3178
Si  -0.0215  0.0098  0.039
Si  -0.1172  0.1656  -0.2377
Si  -0.0157  0.1095  -0.3311
Si  0.1523  -0.0333  -0.0425
Si  -0.0079  -0.0191  0.4776
Si  0.0986  -0.0149  -0.1677
Si  0.067  -0.3054  0.2884
Si  0.3637  0.3346  0.0477
Si  0.1951  0.0849  -0.5214
Si  0.0255  0.0702  -0.2303
Si  -0.0994  0.0337  -0.2721
Si  0.0322  0.1692  0.3513
Si  -0.0105  0.0609  0.3121
Si  0.1274  0.0575  0.3388
Si  0.1011  -0.0298  0.0502
Si  0.0096  0.0455  0.1295
Si  0.0614  0.113  -0.2533
Si  0.244  -0.1391  -0.2134
Si  0.2537  -0.0299  0.1697
Si  -0.0456  0.1435  0.3425
Si  0.1828  0.1428  -0.4361
Si  -0.0349  -0.0891  -0.333
Si  -0.1751  -0.1197  0.0264
Si  0.0852  -0.0528  0.1864
Si  0.1248  -0.009  0.2133
Si  -0.0887  -0.1187  -0.3151
Si  0.0273  -0.0322  0.3693
Si  0.0342  -0.1344  -0.2579
Si  0.0662  0.0298  -0.3353
Si  0.0066  0.0636  -0.2146
Si  0.0589  0.0666  -0.2043
Si  0.221  -0.2117  0.2668
Si  -0.1044  -0.0905  0.0613
Si  -0.1959  -0.0274  -0.1924
Si  0.0597  -0.0332  -0.081
Si  0.1636  0.0292  0.0511
Si  -0.1818  -0.0195  0.1354
Si  -0.0047  -0.0754  0.0912
Si  -0.1542  0.121  -0.0724
Si  0.2589  0.1082  0.2277
Si  -0.1003  -0.0002  -0.2011
Si  0.0674  0.1943  -0.3654
Si  0.057  0.0775  -0.2143
Si  -0.0938  0.2277  -0.3593
Si  -0.2096  0.0687  -0.1116
Si  0.1422  0.2966  -0.4883
Si  -0.0944  0.0763  -0.1825
Si  -0.0036  0.2069  -0.2395
Si  -0.0928  -0.1926  -0.132
Si  -0.047  0.1532  -0.4049
Si  -0.0251  0.2251  -0.4557
Si  -0.0242  -0.1133  0.0841
Si  0.0038  0.1856  -0.3478
Si  -0.1023  -0.0675  0.2366
Si  -0.026  0.0671  -0.2528
Si  0.0793  0.2261  -0.2551
Si  -0.0623  -0.0609  -0.0654
Si  -0.0863  -0.0353  0.0014
Si  -0.0274  -0.0143  -0.1419
Si  -0.0463  -0.0169  -0.1803
Si  -0.2008  -0.1003  -0.4308
Si  0.0035  0.0091  -0.2536
Si  -0.0566  -0.0896  -0.4095
Si  -0.0091  -0.0727  -0.2984
Si  0.1135  0.0374  0.0364
Si  0.0603  -0.0242  -0.3055
Si  0.0476  -0.0127  -0.4286
Si  -0.0399  -0.081  -0.3397
Si  0.0212  0.1233  -0.4115
Si  0.0728  -0.1281  -0.0503
Si  0.0275  0.1917  -0.1831
Si  -0.0525  -0.0173  0.0356
Si  0.1322  -0.0707  -0.4499
Si  -0.1282  -0.2193  0.0759
Si  -0.2351  -0.0135  -0.4964
Si  0.0926  -0.0614  -0.3902
Si  0.198  0.0147  -0.1978
O  -0.2458  -0.0598  0.0657
O  -0.1197  -0.072  0.722
O  -0.8637  0.4228  0.1995
O  -0.0869  -0.022  0.352
O  -0.0318  -0.1076  0.0992
O  -0.1642  -0.0093  -0.2038
O  -0.0017  0.3495  -0.0559
O  -0.2134  -0.0027  0.2943
O  0.0613  0.0401  0.3049
O  0.016  -0.1667  0.1391
O  0.242  -0.0991  0.14
O  -0.4453  -0.1801  0.3926
O  0.1033  -0.2503  0.4819
O  -0.0012  -0.0587  0.1899
O  -0.0321  -0.0537  0.1613
O  0.1647  -0.0747  0.2499
O  -0.0757  0.1742  0.2034
O  -0.069  -0.0904  0.3839
O  0.2075  -0.3612  0.4786
O  -0.2601  -0.108  0.2356
O  -0.1361  0.1174  0.709
O  -0.0196  -0.2525  0.3876
O  0.1782  0.0649  -0.1102
O  -0.0273  0.3012  0.412
O  0.207  0.0648  0.0614
O  -0.1413  0.1152  0.4705
O  0.2894  -0.1197  0.0838
O  0.0635  0.458  0.2352
O  -0.2239  0.264  -0.0451
O  -0.1822  0.3423  0.1943
O  -0.2127  -0.0912  0.2729
O  0.2283  -0.0858  -0.0576
O  -0.2168  -0.0944  -0.0361
O  0.3706  -0.2101  0.1816
O  0.0333  -0.2872  0.1479
O  -0.0572  -0.4064  -0.4845
O  -0.3716  -0.0602  0.1823
O  -0.158  -0.1253  0.0794
O  0.0995  -0.02  -0.1375
O  0.2825  0.0984  0.0342
O  0.0818  0.1208  0.0811
O  0.0803  0.0963  0.5469
O  -0.1166  -0.0774  0.3608
O  -0.2623  -0.126  0.3217
O  -0.2297  0.1887  0.2714
O  -0.1701  -0.0304  0.2055
O  0.0897  -0.332  -0.0177
O  -0.0991  0.0859  -0.1911
O  0.2529  -0.0014  0.5207
O  -0.2217  -0.013  0.007
O  -0.1177  -0.093  0.3554
O  0.0975  0.3472  -0.1372
O  0.1899  -0.0238  0.5092
O  -0.0048  0.1203  0.1311
O  -0.2101  0.1331  0.0494
O  -0.0763  -0.1377  0.1764
O  -0.1485  -0.0986  0.3291
O  -0.019  0.0622  -0.0505
O  0.024  -0.0155  0.2329
O  0.1676  -0.1812  0.3422
O  0.0959  -0.0936  0.3585
O  0.2158  -0.2813  0.4386
O  0.0606  0.1242  0.423
O  0.0486  -0.1365  0.1785
O  0.0086  -0.3053  0.233
O  0.0624  0.1493  0.0388
O  0.137  -0.1784  0.5259
O  -0.0928  0.0903  0.7333
O  0.0623  0.1388  0.4227
O  0.0118  0.3157  0.1925
O  -0.2207  -0.1672  0.2365
O  0.3094  0.3066  -0.3213
O  0.3214  -0.3376  -0.2761
O  0.2417  0.2874  -0.2444
O  0.0926  -0.2083  -0.1433
O  -0.3899  0.0618  -0.2581
O  0.1586  -0.2364  -0.3137
O  0.1613  -0.0515  0.2341
O  -0.119  -0.0885  -0.3171
O  0.118  0.0695  -0.0938
O  0.3384  -0.2567  -0.3351
O  0.2387  -0.049  0.1157
O  0.1812  -0.1602  -0.1621
O  -0.1934  -0.0549  0.103
O  -0.1321  0.1331  -0.4303
O  0.19  -0.0204  -0.0798
O  0.1818  0.0627  -0.3713
O  -0.1117  -0.347  -0.1255
O  -0.1407  0.0759  -0.0669
O  0.4011  -0.3597  -0.1254
O  -0.077  0.1707  -0.3323
O  0.0548  0.0982  -0.2967
O  0.0955  0.0717  0.1867
O  0.2453  -0.0525  -0.2544
O  0.1313  -0.0583  0.2109
O  0.3939  -0.1426  -0.2045
O  -0.2237  0.0738  -0.311
O  -0.1646  0.0579  0.1591
O  0.0577  0.3748  -0.4457
O  0.1712  0.0065  -0.0902
O  0.2215  0.3454  -0.0232
O  -0.1977  0.1305  0.1209
O  -0.3069  -0.4505  -0.2109
O  0.2127  0.5112  -0.4875
O  -0.2486  0.477  -0.3982
O  -0.199  -0.0355  -0.1041
O  -0.2822  -0.0916  -0.1301
O  -0.1212  -0.0625  0.0687
O  0.0245  -0.0811  0.1653
O  0.0181  -0.0976  0.0558
O  0.1521  -0.0396  0.0646
O  0.0425  0.4061  -0.199
O  0.0237  -0.0545  -0.016
O  -0.3486  0.1162  0.0892
O  -0.1514  0.242  -0.6483
O  -0.3296  0.1135  -0.431
O  0.1518  -0.2077  -0.3269
O  -0.0939  0.1954  -0.437
O  -0.2431  0.0514  -0.3793
O  0.1425  0.1054  -0.6007
O  -0.0401  -0.0678  -0.0247
O  -0.5746  -0.1241  -0.4248
O  0.1073  0.0571  -0.1934
O  0.2856  0.1358  0.2003
O  -0.1173  0.0024  0.016
O  0.1309  0.2834  -0.0383
O  -0.1321  0.2407  -0.2944
O  -0.0439  0.0197  -0.2079
O  0.2715  -0.3543  -0.3939
O  0.2171  -0.153  0.1843
O  -0.2343  -0.3591  -0.3943
O  -0.2563  0.1706  -0.1798
O  -0.353  0.1367  -0.301
O  0.0711  0.0287  -0.2207
O  -0.014  0.1216  -0.0729
O  -0.1251  0.2743  0.0052
O  0.2793  0.2486  -0.0342
O  -0.2382  0.1435  0.0232
O  -0.0608  -0.1888  -0.0136
O  0.1846  0.067  -0.3094
O  -0.1472  -0.0856  0.1776
O  0.1688  0.0673  -0.3047
O  0.0876  -0.3038  -0.3953
O  0.0743  -0.0588  -0.1356
O  -0.0364  0.0137  -0.2228
O  -0.2707  0.1976  0.1539
O  -0.0851  0.1343  -0.0779
O  0.1926  0.2343  -0.3546
O  -0.1043  -0.2477  -0.0915
O  0.1961  0.0145  -0.1248
O  0.2303  -0.073  -0.0459
O  0.0299  -0.397  0.0219
O  -0.0163  -0.1558  0.2336
O  -0.2072  -0.0888  0.1102
O  0.0733  0.1175  -0.0734
O  -0.1524  -0.0585  0.0835
O  0.2073  0.0251  -0.0848
O  0.2249  0.0453  0.1218
O  -0.0037  0.2369  0.0599
O  -0.1376  0.0213  -0.365
O  -0.0537  -0.1104  0.064
O  0.13  0.0859  0.0657
O  -0.2643  0.062  -0.2192
O  0.0498  -0.1898  -0.065
O  0.1688  0.0816  0.0455
O  -0.1764  0.0207  -0.0229
O  0.202  0.0934  -0.3417
O  -0.0065  -0.0428  0.0049
O  -0.0568  -0.0402  -0.067
O  0.1951  0.1187  -0.1766
O  0.0172  -0.0961  0.1189
O  0.1297  -0.1401  -0.2208
O  0.0011  0.2036  0.1476
O  -0.1148  -0.0376  -0.0139
O  -0.1449  -0.0087  -0.197
O  -0.0469  0.0897  -0.0435
O  0.2161  0.2396  -0.2576
O  0.1226  -0.0993  -0.0223
O  0.198  0.0983  -0.1115
O  0.0456  0.1493  0.0141
O  0.1009  -0.1941  -0.1148
O  0.2424  -0.036  -0.4002
O  -0.0883  -0.1354  -0.4034
O  -0.1723  -0.1751  0.3125
O  0.1249  0.0936  -0.1097
O  0.0902  -0.1553  0.1801
O  -0.0639  0.1553  -0.0305
O  -0.1971  0.002  -0.1468
O  -0.0213  -0.0092  0.0767
O  -0.0348  -0.1488  -0.2648
O  -0.1152  0.3278  -0.1218
O  -0.2013  0.0946  -0.1789
O  0.2007  0.1672  -0.0973
O  -0.053  -0.2641  0.3273
O  -0.2348  -0.1142  -0.1194
O  0.1938  0.1623  -0.1368
O  0.0711  0.0218  -0.404
O  0.0229  0.0866  -0.2781
O  -0.0717  -0.0151  -0.1207
O  -0.031  -0.1041  0.3088
O  -0.2487  0.1308  -0.2296
O  0.0532  -0.2555  0.0451
O  -0.0892  0.0854  -0.0084
O  0.034  0.225  -0.1466
O  0.0778  -0.1277  -0.1633
O  -0.0065  -0.0796  0.0283
O  0.3157  0.1526  -0.2893
O  0.1743  0.0078  -0.204
O  -0.0691  -0.0291  0.4277
O  -0.016  0.2738  -0.0818
O  -0.0037  -0.0356  0.0458
O  -0.0512  -0.0739  0.2542
O  -0.0095  -0.0961  0.0994
O  -0.1056  0.0213  -0.305
O  -0.0026  0.0551  0.1362
O  -0.1342  -0.1479  0.005
O  0.1562  -0.1771  0.342
O  0.2319  -0.0735  -0.4357
O  0.0051  -0.2907  -0.0379
O  -0.0507  0.0663  0.1
O  -0.123  0.1171  -0.0244
O  0.0716  -0.0598  0.3736
O  -0.0483  0.1577  0.0538
O  0.189  0.4495  0.0497
O  -0.1538  -0.2668  0.1898
O  -0.0545  0.1873  -0.1155
O  0.0533  -0.3635  0.3051
O  -0.0026  -0.0588  -0.0471
O  -0.0884  0.0534  -0.1598
O  -0.1181  0.303  -0.0746
O  -0.3806  -0.0399  0.0746
O  -0.1356  -0.0562  -0.3477
O  0.2895  -0.1024  0.2081
O  0.2518  -0.1178  0.072
O  -0.2484  -0.1609  0.2978
O  -0.2074  0.1892  0.1972
O  -0.0474  -0.2461  -0.1547
O  -0.0181  -0.1619  -0.3127
O  0.0881  0.0687  -0.1141
O  -0.0338  -0.1875  -0.3497
O  0.063  -0.1791  -0.491
O  -0.1165  -0.108  0.0012
O  -0.1354  -0.2578  -0.0295
O  0.0151  0.3209  0.0128
O  0.0502  0.0464  -0.1989
O  -0.1012  0.1293  -0.0865
O  0.3292  0.0222  -0.1449
O  0.1312  -0.114  -0.0395
O  0.1148  0.117  -0.0651
O  -0.3055  0.2963  0.2358
O  0.1688  0.1333  0.1862
O  0.0325  0.2772  -0.1159
O  0.1691  -0.0915  -0.2034
O  -0.1727  -0.1694  0.0001
O  -0.1108  -0.0943  0.1879
O  0.1045  0.0474  0.0762
O  0.0892  -0.065  -0.1859
O  0.2492  -0.185  -0.2459
O  0.0512  0.1484  -0.1979
O  -0.2546  0.0093  -0.02
O  -0.0443  0.1737  -0.0019
O  0.1966  0.2583  0.1778
O  0.202  0.1535  -0.0283
O  -0.325  0.0318  0.3416
O  -0.0168  0.1319  0.4989
O  -0.0357  0.0934  -0.3654
O  0.0295  -0.2364  -0.283
O  0.3176  -0.2106  0.0427
O  -0.0586  -0.0339  -0.2184
O  -0.1044  -0.123  -0.0493
O  0.0891  -0.3563  -0.375
O  0.0521  0.234  0.2166
O  0.3475  0.0379  0.0255
O  -0.1347  -0.1574  0.0241
O  0.0475  0.2136  -0.3273
O  -0.1605  0.2976  -0.3335
O  -0.1805  0.0008  0.1635
O  0.2023  0.2485  -0.0007
O  0.064  -0.2078  -0.2015
O  -0.1197  0.2363  0.3458
O  -0.311  -0.0217  0.36
O  -0.1605  0.1284  0.1
O  0.1178  0.103  0.163
O  -0.0052  -0.1612  0.3649
O  0.1166  -0.2468  0.0546
O  -0.096  -0.061  0.1157
O  -0.0467  -0.1824  -0.0137
O  0.0815  -0.0809  -0.0887
O  -0.0339  0.0559  -0.2941
O  -0.2493  -0.3556  0.3436
O  -0.0225  -0.1846  0.1341
O  0.0208  0.1286  0.2013
O  -0.0473  -0.4394  0.3999
O  -0.068  0.0725  -0.0093
O  -0.0054  0.1947  0.3127
O  0.0321  -0.1196  -0.297
O  0.0641  -0.2677  0.0998
O  0.1645  0.2667  0.2802
O  -0.2094  0.3236  0.3288
O  -0.3844  -0.0243  0.2606
O  0.0524  -0.4215  0.1049
O  -0.1898  0.1487  -0.0464
O  -0.1258  0.0204  -0.0799
O  -0.1665  -0.1568  0.3668
O  -0.0391  -0.3507  0.2237
O  0.006  -0.0857  0.1652
O  0.0422  -0.1593  0.0373
O  -0.1198  0.2043  -0.0853
O  0.325  0.0681  0.0032
O  0.2276  -0.1926  0.0192
O  -0.2256  0.3111  -0.0588
O  -0.23  0.127  0.2173
O  -0.0704  0.2322  0.0333
O  0.2336  0.0933  -0.0303
O  -0.0098  -0.1518  -0.2256
O  -0.1313  0.0683  0.053
O  0.1757  0.1729  -0.1886
O  0.1833  -0.3849  -0.1151
O  0.0503  0.0444  0.173
O  -0.3789  -0.1178  0.1074
O  -0.1726  -0.0658  0.0384
O  0.1092  0.1175  0.1897
O  -0.0056  -0.1051  0.0268
O  0.1416  -0.0304  0.2966
O  -0.0145  0.0371  0.0934
O  0.2564  -0.0835  0.2785
O  0.41  0.0642  0.1812
O  -0.1548  -0.1179  -0.2462
O  0.0998  0.2676  0.2213
O  0.013  -0.2079  0.099
O  0.1353  0.2428  -0.1215
O  0.1249  -0.1567  0.0455
Si  -0.0903  -0.069  0.0167
Si  -0.0099  -0.0136  0.0891
Si  -0.0238  0.0374  0.0122
Si  0.0637  0.1341  -0.0633
Si  -0.0208  -0.0623  -0.0378
Si  0.0103  0.0102  0.0197
Si  0.0242  0.0306  -0.0718
Si  0.0168  -0.0274  -0.0719
Si  -0.0432  0.0572  -0.0637
Si  -0.0508  0.0076  -0.071
Si  0.0163  -0.0196  -0.0943
Si  -0.008  -0.0248  -0.0243
Si  -0.0498  0.0628  0.0139
Si  0.0128  0.0112  0.0041
Si  0.0677  -0.0114  -0.0446
Si  0.0003  -0.0019  -0.0832
Si  -0.0313  0.0465  -0.0777
Si  -0.0423  0.0334  -0.0134
Si  -0.0226  -0.0347  -0.0054
Si  -0.0372  -0.0335  -0.0095
Si  -0.0114  0.0182  -0.0563
Si  0.0665  0.0727  0.0313
Si  0.0259  -0.0054  -0.0282
Si  0.0044  -0.0211  -0.0128
Si  -0.0629  -0.0354  -0.0369
Si  -0.0182  -0.0578  -0.0134
Si  0.0838  0.0881  -0.0285
Si  0.0137  -0.0266  -0.0373
Si  -0.0375  0.0018  -0.0054
Si  0.0229  0.0051  -0.0041
Si  0.0569  0.109  0.0111
Si  -0.0612  0.0109  -0.0877
Si  -0.0204  -0.0601  -0.0579
Si  -0.0059  -0.0309  -0.0627
Si  -0.0192  0.0692  -0.0354
Si  -0.0002  0.0542  -0.0951
Si  0.0778  -0.0354  -0.0271
Si  -0.0869  0.0167  -0.0238
Si  0.0034  -0.0655  -0.0233
Si  -0.0321  -0.0094  -0.0093
Si  -0.0072  0.0281  -0.0338
Si  0.0068  0.0083  0.0174
Si  0.0182  -0.0287  -0.0054
Si  0.0022  -0.0006  -0.0317
Si  0.0388  -0.0072  0.0077
Si  0.0669  -0.0186  -0.012
Si  0.029  0.0366  0.0098
Si  0.018  0.0102  -0.0145
Si  -0.004  -0.0298  0.0019
Si  -0.0526  -0.0613  -0.015
Si  -0.0105  -0.0526  -0.0036
Si  0.0426  0.0006  -0.0283
Si  0.0062  0.0218  0.0015
Si  0.0263  -0.0662  -0.0251
Si  0.0189  0.0146  0.0103
Si  -0.0242  0.0325  -0.0048
Si  0.0647  -0.031  -0.026
Si  -0.0552  0.0001  0.0047
Si  0.014  0.0077  -0.0222
Si  0.0342  -0.024  -0.016
Si  0.0052  0.044  -0.0134
Si  0.0187  -0.0136  -0.0086
Si  -0.0155  -0.0543  0.003
Si  0.0274  0.0369  -0.0075
Si  -0.0146  0.0259  -0.0342
Si  0.0403  -0.0612  -0.018
Si  0.0046  -0.0701  0.007
Si  0.0162  -0.0346  0.0037
Si  -0.0152  0.026  0.0017
Si  0.0266  -0.014  0.033
Si  -0.0028  -0.0255  0.022
Si  0.0168  0.0486  0.0049
Si  -0.0265  -0.006  0.0035
Si  0.0077  0.0214  0.0074
Si  0.008  0.0172  -0.0064
Si  0.0221  -0.0015  0.0127
Si  0.0158  0.0308  0.0234
Si  0.0341  0.0035  0.0048
Si  -0.0072  0.0237  0.0076
Si  0.0007  -0.0271  -0.0016
Si  -0.0493  0.007  -0.0179
Si  0.0108  0.0163  0.0122
Si  0.0075  0.023  -0.008
Si  -0.0735  -0.0213  -0.0058
Si  0.0023  -0.0381  -0.0043
Si  -0.007  0.0473  0.0114
Si  -0.0032  0.0188  -0.0045
Si  -0.0092  0.0176  -0.0088
Si  0.0047  0.0063  -0.0157
Si  0  0.0276  -0.0128
Si  0.0071  -0.0284  0.0054
Si  -0.0363  -0.0027  -0.0031
Si  -0.0179  0.0402  -0.001
Si  -0.0056  -0.0083  0.0214
Si  -0.0391  -0.0061  0.0155
Si  0.0301  0.0471  0.019
Si  0.0249  0.0083  0.0066
Si  -0.0308  -0.0423  -0.0042
Si  -0.0251  -0.012  -0.0064
Si  0.0239  0.0122  -0.0097
Si  -0.037  0.0026  0.0226
Si  -0.0009  -0.0067  0.0132
Si  0.0062  0.006  0.0025
Si  -0.0283  0.0362  0.0192
Si  -0.0233  0.001  -0.0005
Si  -0.035  0.0132  -0.022
Si  -0.0377  0.0155  0.0023
Si  -0.0068  0.0417  -0.0113
Si  0.0147  -0.0155  -0.0032
Si  -0.0188  0.0036  0.0121
Si  -0.0084  0.0006  -0.0096
Si  -0.0069  -0.0296  0.008
Si  0.0097  -0.0122  0.005
Si  -0.0206  0.0165  0.0049
Si  0.0078  -0.0082  0.0047
Si  0.0052  0.0107  0.0083
Si  0.0587  -0.0013  0.0003
Si  0.0206  -0.0073  -0.0017
Si  0.0139  -0.0066  0.0121
Si  0.0528  0.01  0.0059
Si  0.0074  -0.0186  -0.0025
Si  -0.0221  -0.0064  0.0053
Si  -0.0195  -0.0081  0.0019
Si  -0.0001  -0.0099  -0.003
Si  0.0149  -0.0159  0.0066
Si  0.0145  -0.0046  0.0045
Si  0.0192  -0.0065  0.0061
Si  0.0195  -0.024  0.0026
Si  0.0283  -0.0124  -0.0074
Si  -0.002  0.0067  0.011
Si  0.0171  -0.0085  0.0053
Si  -0.0049  0.0018  0.0054
Si  0.0081  -0.0332  -0.0074
Si  0.0254  -0.0053  0.0032
Si  0.0029  0.0013  -0.0051
Si  0.0098  -0.038  -0.0031
Si  0.0143  -0.0206  0.007
Si  -0.0081  0.0072  -0.0076
Si  -0.0155  -0.0118  0.0035
Si  0.0195  -0.0353  0.0053
Si  -0.0023  -0.0025  0.0046
Si  0.0251  -0.0044  -0.0006
Si  0.003  0.023  -0.0013
Si  0.0138  -0.0065  0.0102
Si  -0.0056  0.0009  0.0027
Si  0.0015  -0.0081  0.0042
Si  -0.0112  0.009  0.0015
Si  0.0148  0.0106  -0.0032
Si  0.0144  0.0034  -0.0012
Si  0.018  0.014  0.0104
Si  -0.009  0.0089  0.0014
Si  0.0004  -0.0036  0.0005
Si  -0.0182  0.0074  -0.0015
Si  -0.0233  0.0134  0.0013
Si  -0.0242  0.0188  -0.0042
Si  -0.0251  0.0115  0.0002
Si  0.0014  0.0171  0.0048
Si  -0.0195  -0.0097  0.0066
Si  -0.0114  0.0119  -0.001
Si  0.0069  0.0031  -0.0028
Si  0.0059  -0.0015  0.0002
Si  -0.0122  -0.0047  0.0038
Si  -0.0032  -0.0035  0.0047
Si  -0.0219  0.0031  0.0038
Si  -0.0011  0.0153  -0.0037
Si  -0.0032  0.0147  -0.0002
Si  -0.0323  0.0134  -0.0043
Si  -0.0036  0.0183  0.0054
Si  0.0026  0.0127  0.0051
Si  -0.0039  0.0142  0.0041
Si  -0.0197  -0.0026  -0.0021
Si  0.0014  0.0155  -0.004
Si  -0.01  0.0011  -0.0006
Si  -0.0087  0.0022  0.0046
Si  -0.0151  0.0033  0.0046
Si  -0.0179  0.0014  -0.0021
Si  -0.0132  0.0151  -0.0014
Si  -0.0291  0.0192  -0.0078
Si  -0.0185  0.0171  -0.002
Si  -0.0082  0.0091  -0.0018
Si  0.0065  0.005  0.0031
Si  0.0041  -0.0178  0.0017
Si  0.0088  -0.0203  -0.0045
Si  -0.015  -0.0091  -0.0027
Si  -0.0023  -0.0063  -0.0057
Si  -0.0003  -0.0213  -0.0003
Si  0.0114  -0.0145  0.0057
Si  0.0186  -0.0032  0.0038
Si  0.029  0.0002  -0.0024
Si  0.0296  -0.0004  -0.0002
Si  0.0248  -0.0093  0.0015
Si  0.0141  -0.0072  0.0022
Si  0.0152  -0.0053  0.0083
Si  0.014  -0.0015  -0.0006
Si  -0.0065  -0.009  0.0012
Si  -0.0018  -0.01  -0.0041
Si  -0.0062  0.0001  -0.0035
Si  0.0042  -0.017  -0.0035
Si  0.0132  -0.0127  0.0025
Si  0.0152  -0.0152  -0.0014
Si  0.0056  -0.0053  0.0016
Si  0.0117  0  0.0055
Si  0.0216  0.0033  -0.0018
Si  -0.0112  0.0102  0.003
Si  0.0068  -0.0191  0.0018
Si  0.0138  -0.0153  0.0026
Si  0.0138  -0.017  -0.0065
Si  0.0018  -0.0069  -0.0075
Si  0.0045  -0.0106  0.0003
Si  0.0069  -0.0066  0.0018
Si  0.0012  -0.0116  0.0011
Si  0.0121  -0.0011  -0.0021
Si  0.0037  -0.003  -0.0008
Si  0.0182  -0.0013  -0.0013
Si  0.001  0.0054  0.0043
Si  0.0052  -0.0054  0.0048
Si  0.0034  -0.0077  0.0038
Si  -0.0152  0.0063  0.0031
Si  -0.009  0.0137  -0.0042
Si  0.0036  0.0157  -0.0041
Si  0  0  -0.0049
Si  0.0086  0.0008  -0.002
Si  -0.0135  0.0071  0.0019
Si  0.004  0.0116  0.0056
Si  -0.0131  0.0098  -0.0002
Si  -0.0145  0.0168  -0.0021
Si  -0.0099  0.0099  0.0032
Si  -0.0142  0.0175  -0.0009
Si  -0.0197  0.0117  0.0046
Si  -0.0175  0.0049  0.0067
Si  -0.0027  0.0018  -0.0003
Si  0.0021  0.0061  0.0055
Si  0.0026  -0.0019  0.0015
Si  0.0016  -0.0108  -0.0014
Si  -0.0128  0.0101  -0.0036
Si  -0.0089  -0.0016  0.0057
Si  -0.0042  0.0091  -0.0081
Si  -0.0127  0.0254  -0.0084
Si  -0.0079  0.0041  0.0025
Si  -0.0146  0.0182  -0.0059
Si  -0.0148  0.0061  0.0054
Si  -0.0033  0.0134  -0.0002
Si  -0.0114  0.016  -0.0012
Si  -0.0082  0.008  0.0034
Si  -0.0082  -0.0042  0.0011
Si  -0.0053  0.001  -0.0011
Si  -0.0167  0.0087  -0.0019
Si  -0.0045  -0.0102  0.0034
Si  -0.0199  0.0143  -0.0035
Si  -0.0264  0.0211  -0.0011
Si  -0.0066  0.0113  -0.0041
Si  -0.0148  0.0011  -0.0039
Si  0.0001  -0.0019  0.0031
Si  0.0179  -0.0091  0.0025
Si  0.0115  -0.0138  -0.002
Si  -0.0194  -0.013  -0.0021
Si  -0.0063  -0.0262  -0.0022
Si  -0.0079  -0.0018  -0.0078
Si  0.0263  -0.0045  0.0004
Si  0.0214  -0.0187  -0.0009
Si  0.0239  0.0043  -0.001
Si  0.0189  0.0018  -0.0017
Si  0.0135  -0.0139  -0.0031
Si  0.0179  0.0027  -0.0034
Si  -0.0102  -0.0141  0.0057
Si  0.0133  -0.0091  0.0047
Si  0.0032  0.0006  -0.0078
Si  0.0128  -0.0103  -0.0019
Si  -0.0067  -0.0348  0.0007
Si  -0.0028  -0.0105  -0.0095
Si  0.0112  -0.0033  0.0056
Si  0.0094  -0.0009  -0.0007
Si  -0.0059  -0.0077  -0.0048
Si  0.0074  -0.0138  -0.0058
Si  0.0411  0.0093  -0.0016
Si  0.0058  -0.0079  0.005
Si  0.0039  -0.0021  0.0014
Si  -0.0002  -0.0045  -0.0019
Si  0.014  -0.0126  -0.0094
Si  0.0094  -0.0032  -0.0021
Si  -0.0048  -0.0132  0.0015
Si  0.0183  -0.0133  -0.0081
Si  0.0096  -0.0083  -0.0037
Si  0.0095  -0.0053  -0.0009
Si  0.0048  0.0142  -0.0007
Si  0.0111  0.0024  -0.0071
Si  0.0098  -0.0084  0.0081
Si  0.0045  -0.0084  0.0085
